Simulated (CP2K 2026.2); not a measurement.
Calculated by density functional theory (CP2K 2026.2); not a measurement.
Periodic cell of 1983 atoms, Si1440O543, from a study of silicon, its oxide and their interface. The atomic structure is a simulated model.
Doubt: the forces sum to 7.66 eV/angstrom along one axis rather than to zero, so they err by at least 0.0039 eV/angstrom per atom on average; the grid cutoff is modest.

Settings: functional PBE; method Gaussian and plane waves; basis set DZVP-MOLOPT-SR-GTH; pseudopotentials GTH-PBE; grid cutoff 300 Ry, relative cutoff 40 Ry; k points Gamma only; occupations fixed; spin none; net charge 0.

Cell vectors (angstrom)
a	65.28	0	0
b	0	16.32	0
c	2.6973	-1.8144	33.1036

Atoms and the computed forces on them: element, x, y, z (angstrom), force x, y, z (eV/angstrom)
Si	0.855	-0.755	1.3	-0.168	0.204	0.456
Si	4.457	1.238	1.305	-0.269	0.279	0.704
Si	1.196	4.115	1.279	-0.377	0.401	0.15
Si	3.468	6.973	0.831	0.37	-0.187	0.534
Si	1.583	-6.805	1.437	-0.037	0.164	0.73
Si	5.089	-3.11	0.517	-0.245	-0.117	0.524
Si	6.949	-0.746	1.035	0.291	0.076	0.571
Si	9.48	1.66	1.832	-0.012	-0.081	0.504
Si	7.009	5.412	0.181	-0.005	-0.431	0.171
Si	7.416	3.895	1.778	-0.21	0.423	0.354
Si	5.551	7.974	1.004	-0.415	0.025	0.487
Si	8.849	-4.826	0.226	-0.046	0.037	0.066
Si	11.564	-1.304	-1.056	-0.085	-0.019	0.12
Si	12.15	1.04	0.418	-0.046	0.17	0.223
Si	11.891	3.916	1.05	-0.163	-0.15	0.552
Si	16.007	6.536	0.382	-0.089	0.157	0.431
Si	11.252	-6.901	-0.033	-0.041	-0.075	0.139
Si	14.003	-5.281	0.232	-0.012	0.12	0.597
Si	17.25	-2.214	1.305	-0.3	-0.214	0.345
Si	21.125	0.692	1.504	0.091	-0.024	0.045
Si	16.676	3.439	0.494	0.115	0.043	0.066
Si	21.545	5.591	0.4	0.071	-0.083	0.134
Si	18.31	-7.932	-0.041	-0.007	0.144	0.085
Si	19.765	-3.884	0.418	0.03	-0.055	-0.029
Si	23.002	-0.883	1.454	-0.033	0.057	-0.015
Si	25.384	2.011	1.547	-0.198	0.014	0.655
Si	23.597	3.735	1.688	0.26	-0.163	0.261
Si	25.807	7.215	1.465	-0.01	0.064	-0.087
Si	23.943	8.843	1.172	0.036	-0.098	-0.059
Si	25.784	12.118	1.18	0.054	-0.007	0.669
Si	28.851	-0.869	0.783	0.366	0.234	0.465
Si	31.909	0.906	1.634	-0.061	0.286	0.757
Si	28.489	4.045	1.413	0.228	0.156	0.774
Si	31.042	7.297	1.507	-0.013	-0.05	-0.055
Si	29.323	9.008	1.626	0.233	-0.122	0.536
Si	32.169	12.12	1.568	-0.264	-0.193	0.767
Si	34.011	-1.307	1.843	0.083	-0.047	0.758
Si	36.23	1.641	1.567	-0.137	0.387	0.511
Si	34.561	3.514	1.537	0.104	0.066	0.005
Si	36.359	7.204	1.559	-0.038	0.049	-0.029
Si	34.468	8.73	1.665	0.279	0.066	0.355
Si	36.943	11.766	1.559	-0.011	0.021	-0.028
Si	39.521	-1.577	1.557	-0.159	-0.077	0.644
Si	-23.397	1.359	1.397	-0.013	-0.005	0.617
Si	39.502	3.369	1.016	-0.292	-0.244	0.484
Si	-23.129	7.014	1.54	0.222	-0.075	0.68
Si	38.895	10.188	1.462	-0.254	0.077	0.428
Si	-23.551	12.627	1.169	-0.207	-0.299	0.549
Si	-19.101	-0.163	0.562	-0.093	-0.049	-0.068
Si	-17.896	1.948	0.764	0.065	-0.48	0.575
Si	-20.01	4.366	1.057	0.152	0.452	0.412
Si	-18.106	7.397	1.526	-0.005	0.006	-0.056
Si	-19.826	9.151	1.369	0.119	-0.162	0.516
Si	-17.445	12.256	1.366	-0.408	0.414	0.108
Si	-14.479	-1.774	1.467	0.071	-0.007	-0.102
Si	-12.834	2.043	1.501	-0.067	0.038	0.573
Si	-14.589	3.677	1.466	0.053	-0.105	0.537
Si	-11.661	6.405	1.345	-0.003	-0.042	-0.002
Si	-15.314	9.991	1.488	0.037	-0.012	0.608
Si	-12.695	12.911	1.355	0.066	0.026	-0.045
Si	-8.885	-1.8	1.603	0.075	-0.061	0.067
Si	-6.747	1.716	1.289	-0.011	-0.181	0.643
Si	-10.099	4.629	1.762	-0.016	0.051	-0.017
Si	-7.53	7.378	1.507	-0.006	0.045	0.03
Si	-9.13	-7.115	1.538	-0.048	0.031	0.021
Si	-7.069	-3.442	1.435	-0.268	0.029	0.359
Si	-3.715	-1.781	1.607	0.232	-0.025	0.545
Si	-0.956	0.996	1.298	-0.055	0.049	-0.052
Si	-4.076	4.381	1.427	-0.294	0.254	0.417
Si	-1.539	7.09	1.413	0.261	-0.143	0.584
Si	-3.808	-7.022	1.306	-0.321	0.182	0.643
Si	-1.92	-3.416	1.489	-0.199	0.072	0.618
Si	2.673	0.152	2.551	0.034	-0.01	0.023
Si	5.501	2.862	2.691	0.012	-0.013	0.034
Si	2.621	5.533	2.547	0.016	0.039	-0.032
Si	5.896	8.71	3.125	0.016	0.045	-0.008
Si	2.824	-5.231	2.886	0.03	0.01	-0.099
Si	4.581	-3.474	2.741	-0.099	-0.014	0.114
Si	8.038	0.147	2.881	-0.059	0.071	-0.039
Si	10.942	2.971	3.024	0.034	0.115	-0.111
Si	8.399	5.602	3.075	-0.289	-0.427	0.257
Si	10.499	7.829	2.658	0.076	0.104	0.607
Si	7.571	10.405	2.863	-0.074	-0.085	0.595
Si	10.658	-2.766	1.563	-0.077	-0.062	-0.079
Si	13.878	0.465	2.944	0.153	0.068	0.42
Si	15.686	2.066	2.924	-0.04	-0.072	0.634
Si	13.729	5.619	2.822	0.173	0.11	0.375
Si	15.46	7.351	2.551	-0.028	-0.138	-0.004
Si	14.309	11.299	2.567	0.043	0.162	-0.067
Si	15.871	-3.168	2.888	-0.052	-0.036	-0.006
Si	19.196	-0.119	2.745	0.456	0.335	0.385
Si	22.051	2.415	2.852	-0.01	-0.008	-0.067
Si	19.017	4.808	1.748	0.023	0.048	-0.059
Si	22.268	7.825	2.542	0.169	0.434	0.214
Si	19.221	10.115	2.161	0.451	-0.164	0.382
Si	21.856	-2.647	2.478	0.331	0.109	0.478
Si	24.652	0.074	2.783	0.022	0.075	-0.124
Si	27.256	2.686	2.831	-0.047	-0.052	-0.065
Si	24.799	5.435	2.789	0.021	-0.012	0.008
Si	27.459	8.159	2.851	0.014	-0.009	0.038
Si	24.575	10.672	2.551	-0.015	0.064	-0.031
Si	27.208	-2.918	2.577	-0.161	-0.403	0.406
Si	30.08	-0.067	2.667	-0.036	-0.026	-0.035
Si	32.893	2.608	2.91	-0.023	-0.05	-0.067
Si	30.009	5.443	2.62	0.042	-0.067	-0.028
Si	32.728	7.982	3.037	-0.035	-0.024	0.043
Si	30.434	10.769	2.724	0.022	0.071	-0.103
Si	32.82	-2.743	3.191	0.011	-0.001	0.011
Si	35.424	0.031	3.043	0.02	0.017	-0.071
Si	38.073	2.582	2.712	-0.042	-0.029	-0.036
Si	35.494	5.33	2.758	-0.007	-0.03	-0.016
Si	38.043	8.314	2.789	0.056	0.019	-0.044
Si	35.404	10.616	2.9	-0.035	-0.06	-0.042
Si	37.994	-2.834	2.82	0.071	0.004	-0.042
Si	-24.485	-0.121	2.856	-0.005	0.069	-0.031
Si	-22.03	2.721	2.726	-0.167	-0.379	0.39
Si	-24.443	5.563	2.802	0.167	0.211	0.387
Si	-21.577	8.257	2.726	0.02	0.01	-0.015
Si	-24.539	11.084	2.713	0.084	0.023	-0.041
Si	-21.448	-2.322	2.969	0.227	0.228	0.411
Si	-19.698	-0.571	2.806	-0.036	0.013	-0.016
Si	-16.443	2.687	2.609	0.014	-0.005	-0.039
Si	-19.03	5.634	2.749	0.032	-0.062	-0.013
Si	-16.408	8.382	2.799	0.012	-0.033	-0.017
Si	-18.995	10.979	2.649	0.017	-0.032	0.03
Si	-16.234	-2.681	2.818	-0.007	0.061	-0.072
Si	-13.615	0.099	2.622	0.008	0.035	0.05
Si	-11.082	2.851	2.875	-0.056	-0.06	0
Si	-13.562	5.507	2.586	-0.015	0.045	-0.042
Si	-10.862	8.173	2.76	0.018	-0.012	-0.019
Si	-13.635	11.125	2.665	0.054	-0.016	-0.072
Si	-10.857	-2.606	2.691	-0.052	0.017	0.05
Si	-7.996	0.117	2.639	0.001	0.067	-0.025
Si	-5.527	3.042	2.745	0.035	-0.004	-0.046
Si	-8.365	5.685	2.923	0.008	-0.021	0.025
Si	-5.553	8.267	2.594	-0.019	-0.036	-0.045
Si	-8.107	-5.289	2.625	0.003	0.036	0.021
Si	-5.454	-2.618	2.931	-0.018	0.045	0.03
Si	-2.71	0.09	2.632	-0.022	0.024	-0.048
Si	-0.063	2.725	2.697	-0.028	-0.021	-0.048
Si	-2.768	5.685	2.82	0.044	0.019	0.013
Si	-0.008	8.332	2.705	-0.027	0.002	0.034
Si	-2.804	-5.314	2.627	0.031	0.03	0.008
Si	-0.097	-2.5	2.66	0.048	-0.048	-0.054
Si	1.392	1.476	4.049	-0.027	-0.02	0.011
Si	4.045	4.223	3.942	0.006	-0.015	0.012
Si	1.304	6.864	4.003	-0.002	-0.005	0.011
Si	4.038	9.61	4.245	0.026	0.004	-0.003
Si	1.218	-3.966	4.048	0.018	0.015	-0.012
Si	3.869	-1.443	3.891	0.072	0.012	-0.09
Si	6.641	1.449	4.167	-0.026	0.032	0.06
Si	9.575	4.181	4.433	0.007	0.046	0.058
Si	6.834	6.886	4.247	-0.029	-0.037	0.019
Si	9.41	9.45	4.005	0.01	0.017	-0.072
Si	6.539	12.179	4.002	-0.031	0.04	-0.094
Si	9.403	-1.244	4.048	-0.283	0.088	0.421
Si	12.219	1.447	4.26	0.079	-0.021	0.014
Si	14.863	3.954	4.091	0.015	-0.001	0.023
Si	12.118	6.778	4.063	0.042	0.052	-0.037
Si	14.956	9.372	3.766	-0.027	-0.008	-0.008
Si	12.368	12.052	3.712	0.316	-0.11	0.341
Si	14.85	-1.401	4.031	0.02	0.063	0.096
Si	17.699	1.261	3.987	-0.006	0.036	-0.017
Si	20.666	3.706	4.179	0.327	-0.383	0.468
Si	17.456	6.654	3.657	-0.257	0.168	0.357
Si	20.647	9.155	3.725	-0.014	0.007	-0.061
Si	17.544	12.074	4.114	-0.235	0.346	0.377
Si	20.471	-1.551	4.085	-0.038	-0.029	-0.137
Si	23.327	1.189	4.31	-0.006	-0.072	0.038
Si	26.031	4.061	4.231	0.003	0.023	0.026
Si	23.385	6.643	4.181	0.072	-0.025	-0.048
Si	26.019	9.538	4.076	0.015	0.027	-0.018
Si	23.113	12.081	3.787	-0.021	0.04	0.061
Si	25.948	-1.495	3.998	-0.045	-0.011	0.062
Si	28.654	1.233	4.043	0.002	0.015	0.009
Si	31.361	4.017	4.029	-0.055	0.031	0.01
Si	28.706	6.682	4.173	0.001	-0.013	-0.006
Si	31.512	9.469	4.334	-0.019	0.026	-0.01
Si	28.794	12.148	3.915	0.027	0.039	-0.035
Si	31.261	-1.411	4.245	-0.016	0.015	-0.034
Si	34.073	1.308	4.418	0.004	0.031	0.055
Si	36.888	4.062	4.15	0.005	-0.01	0.007
Si	34.081	6.541	4.248	0.014	-0.041	0.002
Si	36.758	9.441	4.362	-0.021	-0.052	0.019
Si	34.177	12.081	4.321	0.021	-0.016	0.011
Si	36.793	-1.415	4.245	0.011	-0.014	0.029
Si	-25.862	1.273	4.152	-0.003	0.019	0.03
Si	-23.216	4.102	4.196	0.016	0.037	-0.026
Si	-25.866	6.878	4.103	-0.021	-0.011	-0.008
Si	-23.108	9.609	3.98	-0.031	-0.004	-0.003
Si	-25.844	12.278	4.244	0.005	0.038	0.007
Si	-23.091	-1.312	4.29	0.044	-0.022	0.025
Si	-20.525	1.353	4.003	0.02	-0.025	-0.028
Si	-17.685	4.148	4.002	0.006	-0.018	0.002
Si	-20.442	6.825	4.185	-0.026	-0.014	-0.02
Si	-17.738	9.67	4.196	-0.068	-0.006	0.024
Si	-20.376	12.252	4.101	0.029	0.016	0.014
Si	-17.794	-1.377	4.045	-0.029	0.073	-0.029
Si	-15.115	1.321	4.021	0.062	-0.001	-0.004
Si	-12.407	4.204	4.22	-0.003	-0.008	-0.011
Si	-14.971	6.893	3.951	0.005	-0.033	-0.027
Si	-12.293	9.629	3.954	-0.009	0.015	0.039
Si	-14.942	12.316	4.224	0.02	-0.025	-0.018
Si	-12.188	-1.185	4.046	-0.018	0	-0.057
Si	-9.526	1.437	3.978	0.063	-0.023	0
Si	-6.919	4.282	4.13	0.015	0.032	0.032
Si	-9.649	6.958	4.345	-0.028	0.017	-0.04
Si	-6.783	-6.636	4.052	-0.016	0.001	-0.034
Si	-9.577	12.274	4.041	0.053	-0.004	-0.038
Si	-6.77	-1.163	4.188	-0.05	0.011	-0.02
Si	-4.115	1.523	3.956	-0.026	0.009	-0.001
Si	-1.432	4.147	4.022	0.039	0.04	0.027
Si	-4.229	6.966	4.095	-0.033	0.01	0.025
Si	-1.439	-6.662	4.025	-0.018	-0.011	0.01
Si	-4.145	-4.095	4.157	0.01	-0.014	-0.037
Si	-1.419	-1.223	4.122	-0.057	-0.004	0.014
Si	-0.013	0.129	5.428	0.001	0.03	-0.033
Si	2.733	2.84	5.376	0.02	0.012	0.015
Si	-0.044	5.499	5.371	-0.027	0.014	-0.007
Si	2.653	8.166	5.431	0.011	-0.012	0.005
Si	-0.1	-5.342	5.416	0.02	0.033	0.012
Si	2.558	-2.623	5.437	0.02	-0.034	0.025
Si	5.294	-0.074	5.328	0.001	-0.058	-0.04
Si	8.083	2.736	5.527	-0.036	0.005	-0.041
Si	5.373	5.502	5.423	0	-0.03	0.006
Si	8.201	8.192	5.589	-0.05	0.047	-0.016
Si	5.362	10.952	5.61	0.016	-0.062	-0.045
Si	8.056	-2.764	5.266	-0.014	0.015	-0.06
Si	10.812	0.001	5.458	-0.005	0.013	-0.037
Si	13.58	2.734	5.609	0.012	-0.011	-0.002
Si	10.953	5.518	5.666	0.022	-0.062	0.026
Si	13.544	8.185	5.286	0.029	-0.02	0.003
Si	10.908	10.836	5.2	-0.013	-0.009	-0.022
Si	13.421	-2.757	5.278	-0.006	-0.057	-0.03
Si	16.371	-0.147	5.37	-0.044	0.023	-0.057
Si	19.06	2.548	5.441	0.049	0.018	-0.053
Si	16.391	5.274	5.282	0.014	0.014	-0.016
Si	19.044	7.925	5.051	-0.025	0.038	-0.005
Si	16.273	10.602	5.368	0.083	-0.027	0
Si	19.043	-2.903	5.366	-0.01	-0.031	0.013
Si	21.823	-0.179	5.475	-0.01	0.013	-0.022
Si	24.623	2.675	5.546	0.004	0.051	0.011
Si	21.915	5.274	5.433	-0.042	-0.009	-0.039
Si	24.675	8.12	5.442	0.002	0.004	-0.012
Si	21.786	10.7	5.182	0.019	-0.027	-0.026
Si	24.491	-2.868	5.265	-0.025	-0.003	-0.041
Si	27.294	-0.141	5.41	0.006	-0.013	-0.033
Si	29.999	2.635	5.412	0.015	0.005	0.015
Si	27.363	5.384	5.587	0.004	0.001	0.013
Si	30.041	8.082	5.531	-0.001	-0.041	-0.019
Si	27.384	10.878	5.395	0.035	0.013	0.006
Si	29.95	-2.839	5.509	-0.001	-0.05	0.003
Si	32.657	-0.083	5.63	-0.031	-0.001	-0.027
Si	35.506	2.719	5.597	0.025	0.004	-0.038
Si	32.674	5.267	5.573	-0.003	-0.041	-0.007
Si	35.395	8.005	5.602	0.01	0.016	0
Si	32.795	10.814	5.704	-0.003	0.019	0.011
Si	35.478	-2.796	5.623	-0.01	-0.011	-0.013
Si	-27.135	-0.064	5.596	0.014	0.045	0.008
Si	-24.533	2.691	5.53	-0.023	-0.007	-0.032
Si	-27.123	5.463	5.538	-0.033	0.023	-0.017
Si	-24.429	8.209	5.421	0.025	0.019	-0.005
Si	-27.147	10.865	5.619	0	0.064	-0.017
Si	-24.461	-2.709	5.59	-0.011	-0.009	0.005
Si	-21.778	0.105	5.586	0.027	-0.002	-0.02
Si	-19.08	2.739	5.336	-0.009	-0.002	-0.002
Si	-21.801	5.449	5.521	-0.001	-0.001	-0.011
Si	-19.077	8.22	5.506	0.038	0.014	-0.014
Si	-21.78	10.91	5.441	-0.023	-0.001	-0.003
Si	-19.023	-2.749	5.511	0.017	-0.01	-0.007
Si	-16.449	0.009	5.426	0.005	0.005	0.017
Si	-13.77	2.742	5.433	-0.04	0.006	0.012
Si	-16.32	5.51	5.37	-0.003	-0.012	-0.004
Si	-13.64	8.253	5.362	0.008	0.009	0.031
Si	-16.332	10.963	5.555	-0.015	-0.024	-0.011
Si	-13.565	-2.57	5.448	0.008	0.003	-0.039
Si	-10.866	0.129	5.438	0.035	0.027	0.009
Si	-8.237	2.823	5.411	-0.032	-0.007	0.007
Si	-11.003	5.519	5.579	-0.019	0.003	0.015
Si	-8.171	8.344	5.486	0.037	0.009	-0.02
Si	-10.928	10.931	5.413	0.007	-0.054	-0.011
Si	-8.215	-2.617	5.399	0.003	0.029	-0.063
Si	-5.401	0.189	5.463	0.043	0.032	-0.001
Si	-2.779	2.819	5.4	-0.021	-0.02	0.021
Si	-5.517	5.579	5.483	-0.005	-0.001	-0.013
Si	-2.805	8.302	5.407	-0.006	0.012	-0.026
Si	-5.487	-5.384	5.536	0.026	0	0.048
Si	-2.767	-2.646	5.433	0.014	0.001	0.026
Si	1.334	-1.301	17.681	0.005	-0.007	0.007
Si	4.069	1.419	17.621	0.017	0.014	-0.015
Si	1.336	4.154	17.679	-0.015	-0.014	0.005
Si	4.085	6.891	17.633	0.021	0.015	0.013
Si	1.33	-6.714	17.668	-0.021	-0.006	0.007
Si	4.089	-3.992	17.618	0.024	-0.008	-0.002
Si	6.822	-1.274	17.613	0.002	0.016	-0.003
Si	9.501	1.409	17.57	0.035	0.002	-0.01
Si	6.799	4.142	17.584	0.018	-0.024	0.003
Si	9.536	6.833	17.572	0.02	-0.015	0.007
Si	6.803	9.546	17.601	0.003	-0.024	0.013
Si	9.578	-4.039	17.565	0.023	0.017	0.003
Si	12.226	-1.391	17.52	-0.005	-0.02	-0.017
Si	14.986	1.347	17.556	0.007	0.023	-0.002
Si	12.219	4.053	17.547	-0.011	-0.017	-0.019
Si	14.915	6.756	17.512	-0.008	0.006	-0.002
Si	12.219	9.511	17.562	-0.026	0.018	-0.013
Si	14.939	-4.099	17.538	0.005	0	-0.019
Si	17.681	-1.404	17.567	-0.003	0.001	0.003
Si	20.369	1.284	17.57	-0.005	-0.016	-0.015
Si	17.647	3.972	17.538	-0.005	-0.023	0.003
Si	20.361	6.741	17.517	0.013	0.034	-0.001
Si	17.646	9.481	17.518	-0.003	0.022	0.002
Si	20.403	-4.151	17.593	0.002	0.015	-0.002
Si	23.077	-1.483	17.607	0.001	0.023	-0.029
Si	25.744	1.187	17.515	-0.029	0.001	-0.019
Si	23.105	4.026	17.567	-0.004	0.013	0.011
Si	25.779	6.714	17.722	-0.014	-0.016	0.005
Si	23.078	9.425	17.644	0.002	-0.009	0.013
Si	25.841	-4.212	17.665	0.007	-0.008	-0.008
Si	28.553	-1.495	17.693	-0.017	0.008	0.011
Si	31.251	1.266	17.673	-0.008	0.001	-0.024
Si	28.509	4.011	17.644	0.033	-0.022	0.001
Si	31.284	6.759	17.595	-0.011	0.017	-0.033
Si	28.518	9.443	17.76	-0.003	-0.001	0.026
Si	31.306	-4.22	17.83	-0.011	0.006	-0.004
Si	34.027	-1.444	17.806	0.005	0.023	0.013
Si	36.712	1.273	17.867	-0.019	0.015	-0.009
Si	34.015	3.994	17.777	-0.006	0.013	0.009
Si	36.722	6.723	17.876	0.01	-0.026	0.006
Si	34.005	9.467	17.827	0.007	-0.022	0.009
Si	36.78	-4.123	17.81	0.003	0.007	-0.008
Si	-25.813	-1.392	17.88	0.001	0.023	0.006
Si	-23.142	1.323	17.869	-0.032	0.01	0.006
Si	-25.806	4.042	17.871	-0.017	-0.02	-0.01
Si	-23.077	6.796	17.843	-0.005	-0.014	0.009
Si	-25.771	9.485	17.869	0.021	0.017	0.011
Si	-23.024	-4.131	17.907	-0.017	-0.004	-0.005
Si	-20.351	-1.392	17.869	-0.004	-0.012	0.008
Si	-17.693	1.402	17.796	-0.025	-0.008	0.002
Si	-20.377	4.069	17.758	-0.008	-0.002	-0.022
Si	-17.673	6.826	17.812	-0.007	-0.004	0.004
Si	-20.357	9.518	17.881	-0.001	0.005	0.005
Si	-17.656	-4.057	17.807	0.01	-0.003	0.005
Si	-14.913	-1.306	17.716	0.021	0.022	0.022
Si	-12.203	1.423	17.735	0.017	0.001	-0.033
Si	-14.949	4.152	17.77	-0.02	0.019	-0.021
Si	-12.288	6.782	17.788	-0.019	-0.019	0.052
Si	-14.9	9.623	17.713	0.026	0.037	0
Si	-12.248	-4.022	17.666	-0.011	-0.028	-0.002
Si	-9.502	-1.261	17.64	-0.012	-0.017	-0.021
Si	-6.727	1.445	17.59	0.059	-0.018	-0.001
Si	-9.51	4.107	17.73	0.045	-0.046	0.009
Si	-6.816	6.882	17.672	0.019	0.009	0.003
Si	-9.516	9.588	17.676	0.009	0.001	0.002
Si	-6.818	-4.013	17.673	-0.011	0.011	0.01
Si	-4.02	-1.313	17.661	0.02	0.013	0.015
Si	-1.289	1.434	17.683	-0.015	0.016	0.002
Si	-4.02	4.214	17.616	0.031	0.016	-0.008
Si	-1.366	6.937	17.706	-0.003	-0.023	0.006
Si	-4.128	9.572	17.705	-0.029	0.003	0.01
Si	-1.37	-4.031	17.66	0.009	-0.003	-0.028
Si	2.687	0.103	19.005	0.01	0.015	0.007
Si	5.462	2.774	18.941	-0.035	-0.014	0.015
Si	2.675	5.583	18.973	-0.023	0.027	0.01
Si	5.46	8.217	19.028	0.023	0.011	-0.011
Si	2.779	-5.4	18.964	-0.013	-0.006	0.003
Si	5.415	-2.573	18.954	-0.026	0.021	0.043
Si	8.205	0.068	18.986	0.011	0.014	0.013
Si	10.822	2.774	18.941	0.008	0.029	-0.003
Si	8.15	5.521	18.931	-0.018	0.01	-0.007
Si	10.947	8.109	18.962	0.004	0.005	0.052
Si	8.241	10.894	18.869	0.018	0.021	0.017
Si	10.918	-2.695	18.982	-0.039	-0.027	-0.009
Si	13.591	-0.036	18.816	-0.022	-0.007	0.002
Si	16.316	2.675	19.001	-0.005	0	0.002
Si	13.61	5.361	18.889	0.009	0.008	-0.004
Si	16.201	8.19	18.829	-0.01	-0.024	-0.005
Si	13.495	10.961	18.898	-0.004	0.02	0.005
Si	16.328	-2.785	18.893	0.01	0.018	-0.003
Si	19.01	-0.041	18.963	-0.003	-0.029	0.009
Si	21.748	2.662	18.874	-0.008	-0.012	-0.049
Si	19.011	5.358	18.819	0.018	-0.023	0.014
Si	21.654	8.071	18.954	0.001	0.027	-0.002
Si	19.054	10.765	18.892	0.038	-0.013	-0.025
Si	21.696	-2.769	19.011	-0.025	-0.017	-0.003
Si	24.483	-0.192	18.956	-0.015	-0.012	0.029
Si	27.022	2.593	18.818	0.005	0.004	-0.001
Si	24.356	5.361	19.058	0.026	0.032	0.014
Si	27.11	8.099	19.108	-0.031	-0.003	0.028
Si	24.417	10.803	19.014	-0.001	-0.03	0.009
Si	27.267	-2.934	19.049	0.026	-0.046	0.005
Si	29.874	-0.069	19.016	0.029	0.019	0.024
Si	32.589	2.612	19.043	-0.008	-0.044	-0.023
Si	29.923	5.435	18.913	0	0.006	0.063
Si	32.559	8.059	19.064	-0.014	0.037	-0.002
Si	29.925	10.713	19.194	0.002	-0.012	-0.021
Si	32.695	-2.83	19.159	-0.007	-0.038	0.028
Si	35.309	-0.069	19.246	-0.003	-0.022	0.043
Si	38.103	2.636	19.197	0.028	0.036	-0.019
Si	35.369	5.29	19.222	-0.007	-0.006	0.027
Si	38.068	8.16	19.192	-0.008	-0.005	-0.02
Si	35.425	10.841	19.156	0.004	0.004	-0.028
Si	38.098	-2.765	19.218	-0.029	-0.02	0.017
Si	-24.491	-0.036	19.299	-0.038	0.003	0.01
Si	-21.729	2.717	19.117	0.016	0.009	0.006
Si	-24.448	5.453	19.205	0.033	-0.01	-0.003
Si	-21.7	8.111	19.248	0.021	0.005	-0.028
Si	-24.337	10.768	19.27	0.019	-0.009	0.004
Si	-21.642	-2.789	19.297	0.027	-0.017	0.006
Si	-18.975	-0.014	19.2	0.01	0.014	0.01
Si	-16.42	2.899	19.095	0.011	0.065	0.013
Si	-19.078	5.433	19.154	-0.027	0.015	-0.019
Si	-16.224	8.24	19.033	-0.045	-0.024	0.002
Si	-18.999	10.917	19.227	-0.034	-0.02	0
Si	-16.275	-2.638	19.083	-0.009	0.002	-0.02
Si	-13.552	0.051	19.079	0.012	-0.017	0.068
Si	-10.79	2.694	19.142	-0.07	-0.011	0.04
Si	-13.585	5.369	19.263	0.024	-0.034	0.029
Si	-10.88	8.207	19.004	0.012	0.007	-0.022
Si	-13.551	10.976	19.122	-0.042	-0.011	0.053
Si	-10.901	-2.613	18.945	0.063	0.045	0.005
Si	-8.087	0.105	18.935	-0.007	0.047	-0.003
Si	-5.31	2.785	18.905	-0.047	-0.048	0.015
Si	-8.16	5.522	19.031	0.02	0.03	0.04
Si	-5.478	8.197	19.097	0.026	-0.005	0.003
Si	-8.159	-5.383	19.058	0.049	0.015	-0.01
Si	-5.438	-2.643	18.993	-0.022	-0.002	-0.025
Si	-2.562	-0.024	19.009	0.027	-0.03	0.029
Si	0.012	2.814	19.116	0.027	0.021	-0.014
Si	-2.717	5.568	19.054	-0.061	0.003	-0.002
Si	-0.06	-7.985	19.105	-0.002	0.007	0.031
Si	-2.783	-5.344	19.02	0.006	-0.025	-0.013
Si	0.015	-2.73	19.04	-0.026	-0.006	0.009
Si	1.376	1.415	20.473	-0.014	-0.023	0.009
Si	4.079	4.189	20.207	0.028	0.001	-0.009
Si	1.341	6.957	20.4	-0.004	-0.025	-0.016
Si	4.073	-6.751	20.381	-0.013	-0.008	-0.008
Si	1.476	-4.056	20.337	-0.001	0.038	-0.005
Si	4.077	-1.17	20.383	0.033	-0.013	-0.044
Si	6.848	1.449	20.333	0.015	0.022	0.024
Si	9.476	4.199	20.321	0.028	-0.043	0.017
Si	6.869	6.879	20.372	0.016	0.008	0.005
Si	9.626	9.561	20.259	-0.044	0.012	0.006
Si	6.849	-4.017	20.103	0.042	0.004	-0.059
Si	9.607	-1.292	20.336	-0.003	-0.002	-0.031
Si	12.219	1.318	20.135	-0.001	-0.029	-0.014
Si	14.919	4.052	20.342	0	0.029	-0.006
Si	12.299	6.652	20.311	-0.048	0.027	0.017
Si	14.799	9.563	20.18	-0.003	0.013	0.04
Si	12.259	-4.008	20.431	0.003	-0.026	0.031
Si	14.931	-1.394	20.166	-0.01	-0.05	0.054
Si	17.685	1.309	20.371	0.01	0.031	-0.022
Si	20.405	4.051	20.21	0.081	0.009	0.013
Si	17.571	6.746	20.025	0.019	0.023	-0.009
Si	20.325	9.411	20.353	-0.012	0.036	-0.034
Si	17.736	-4.168	20.195	-0.018	0.028	0.025
Si	20.344	-1.367	20.376	0.032	-0.023	-0.009
Si	23.093	1.253	20.18	-0.018	0.036	0.019
Si	25.727	3.891	20.287	-0.009	-0.03	0.019
Si	22.905	6.721	20.39	-0.026	-0.007	-0.021
Si	25.708	9.481	20.468	0.011	-0.013	0.008
Si	23.036	-4.162	20.354	-0.006	0.007	-0.024
Si	25.818	-1.656	20.327	-0.038	-0.002	0.032
Si	28.312	1.244	20.198	0.014	-0.044	0.043
Si	31.171	3.986	20.269	-0.046	0.001	-0.014
Si	28.571	6.721	20.347	0.043	-0.014	-0.006
Si	31.204	9.253	20.579	-0.077	-0.039	0.021
Si	28.655	-4.185	20.571	0.006	0.037	0.059
Si	31.304	-1.375	20.359	0.047	0.008	0.005
Si	33.88	1.348	20.548	-0.024	0.027	0.015
Si	36.766	3.912	20.625	-0.027	-0.015	0.036
Si	33.858	6.668	20.398	0.014	0	-0.019
Si	36.694	9.482	20.597	-0.001	0.017	0.003
Si	34.119	-4.151	20.561	0.001	0.062	0.021
Si	36.698	-1.432	20.618	0.005	0.012	-0.015
Si	39.382	1.333	20.685	-0.026	-0.031	0.012
Si	-23.015	4.1	20.503	-0.008	0.025	0.005
Si	39.432	6.829	20.53	-0.007	0.01	0.058
Si	-22.959	9.406	20.732	-0.038	-0.009	-0.005
Si	39.509	-4.174	20.494	0.004	0.023	-0.049
Si	-23.059	-1.423	20.579	-0.025	-0.01	-0.016
Si	-20.394	1.354	20.477	0.006	-0.007	-0.006
Si	-17.729	4.212	20.618	0.044	-0.035	0.017
Si	-20.368	6.742	20.629	-0.008	-0.014	-0.001
Si	-17.536	9.566	20.452	-0.002	-0.012	0.002
Si	-20.278	-4.126	20.775	0.012	0.025	0
Si	-17.6	-1.395	20.57	0.006	-0.01	0.015
Si	-15.106	1.42	20.245	0.04	-0.025	-0.016
Si	-12.163	3.901	20.621	-0.053	-0.002	0.025
Si	-14.968	6.89	20.477	0.012	-0.024	0.04
Si	-12.156	9.556	20.419	0.023	0.015	-0.019
Si	-14.842	-3.842	20.457	0.028	-0.005	0.003
Si	-12.058	-1.236	20.457	-0.046	0.033	-0.076
Si	-9.323	1.358	20.469	0.027	0.014	-0.065
Si	-6.665	4.15	20.222	0.034	-0.003	0.004
Si	-9.621	6.82	20.398	-0.029	0.012	0.02
Si	-6.911	9.491	20.458	-0.028	0.009	-0.001
Si	-9.544	-3.937	20.283	-0.019	-0.019	-0.079
Si	-6.612	-1.077	20.279	0.279	0.256	-0.496
Si	-3.831	1.49	20.218	0.019	0.037	0.031
Si	-1.329	4.271	20.43	0.026	-0.024	0.023
Si	-4.086	6.865	20.483	0.007	-0.003	-0.027
Si	-1.481	-6.598	20.49	0.049	-0.001	0.028
Si	-4.212	-4.073	20.376	0.007	-0.054	-0.003
Si	-1.323	-1.454	20.483	-0.038	0.004	0.018
Si	0.218	-0.183	21.822	0.036	0.024	0.037
Si	2.789	2.903	21.682	0.001	-0.002	0.065
Si	-0.027	5.657	21.824	0.025	0.049	-0.001
Si	2.701	8.267	21.829	-0.03	0.045	-0.002
Si	0.09	-5.304	21.75	0.082	-0.373	-0.323
Si	2.85	-2.689	21.706	0.004	-0.012	0.042
Si	5.428	0.245	21.763	-0.052	0.009	0.034
Si	8.114	2.893	21.717	-0.067	0.011	-0.048
Si	5.438	5.485	21.609	-0.021	0.018	0.028
Si	8.345	8.213	21.673	-0.098	0.021	0.009
Si	5.57	-5.353	21.497	-0.027	-0.033	0.034
Si	8.116	-2.651	21.495	-0.021	0.008	0.02
Si	10.992	0.067	21.697	-0.022	-0.024	0.051
Si	13.501	2.613	21.567	0.016	0.007	0.026
Si	10.903	5.39	21.784	0.013	-0.07	-0.017
Si	13.623	8.087	21.601	0.094	0.007	-0.024
Si	10.821	10.975	21.746	-0.198	0.293	-0.404
Si	13.681	-2.609	21.754	-0.03	0.05	0.064
Si	16.237	-0.093	21.591	-0.042	0.047	0.015
Si	19.114	2.729	21.614	0.02	-0.058	0.106
Si	16.306	5.531	21.553	-0.035	-0.001	0.037
Si	18.882	7.933	21.499	0.03	-0.021	0.025
Si	16.269	10.842	21.448	0.037	-0.001	-0.009
Si	18.972	-2.777	21.665	0.021	0.012	-0.001
Si	21.749	0.043	21.658	-0.017	0.011	0.029
Si	24.41	2.493	21.668	-0.004	0.029	0.07
Si	21.609	5.316	21.829	-0.023	0.003	0.109
Si	24.218	8.102	21.752	-0.261	0.484	-0.119
Si	21.669	10.83	21.704	0.032	-0.045	0.036
Si	24.408	-2.928	21.793	0.06	0.022	-0.001
Si	27.088	-0.183	21.608	0.025	0.002	-0.054
Si	29.192	3.126	21.213	0.036	-0.005	-0.072
Si	27.544	4.879	21.349	0.123	-0.107	-0.48
Si	29.864	7.801	22.052	0.069	-0.062	0.032
Si	27.202	10.739	21.826	-0.023	-0.038	0.014
Si	30.008	-2.595	21.837	-0.388	0.016	-0.321
Si	32.5	-0.03	21.892	0.001	-0.028	-0.009
Si	35.343	2.509	21.993	0.057	0.013	0.017
Si	32.556	5.203	21.72	0.006	-0.014	0.034
Si	35.231	7.985	21.754	-0.001	0.038	0.024
Si	32.798	10.589	21.671	-0.032	-0.089	0.015
Si	35.382	-2.78	22.095	0.025	-0.044	0.063
Si	37.971	-0.056	22.085	0.01	0.054	-0.011
Si	40.89	2.759	21.83	0.025	-0.053	0.022
Si	38.155	5.396	21.883	-0.02	-0.019	-0.012
Si	40.819	8.066	22.017	0.049	0.005	-0.012
Si	38.164	10.837	21.909	-0.021	-0.025	0.081
Si	40.9	-2.873	21.873	0.023	-0.072	0.042
Si	-21.69	-0.041	21.887	0.049	0.017	0.015
Si	-19.133	2.763	21.879	-0.027	0	0.06
Si	-21.76	5.393	22.09	-0.026	0.012	0.092
Si	-18.58	7.856	21.715	0.207	-0.23	-0.474
Si	-21.511	10.682	22.196	0.012	-0.016	0.074
Si	-18.824	-2.74	22.116	0	-0.013	-0.004
Si	-16.297	0.119	21.794	-0.057	-0.051	0.036
Si	-13.568	2.244	21.736	0.207	0.269	-0.667
Si	-16.825	6.135	21.749	-0.03	0.086	0.007
Si	-13.469	8.137	21.789	0.014	-0.071	0.031
Si	-16.17	11.03	21.718	0.011	0.004	-0.016
Si	-13.466	-2.442	21.867	-0.015	0.023	0.027
Si	-10.247	-0.373	21.79	-0.048	-0.12	0.083
Si	-7.969	2.887	21.663	-0.043	0.034	0.067
Si	-10.835	5.42	21.897	-0.031	-0.037	0.059
Si	-8.318	8.126	21.829	-0.008	0.003	0.066
Si	-10.846	-5.242	21.675	-0.089	-0.043	0.02
Si	-8.826	-2.338	21.834	-0.598	0.114	-0.296
Si	-5.328	0.363	21.532	0.007	0.084	-0.01
Si	-2.657	2.861	21.716	-0.312	0.249	-0.286
Si	-5.409	5.386	21.766	-0.038	0.029	0.021
Si	-2.88	-7.984	21.874	0.011	0.013	0.005
Si	-5.578	-5.422	21.776	0.39	-0.405	-0.217
Si	-3.028	-2.65	21.766	0.096	-0.02	0.061
Si	1.739	-1.385	23.293	-0.118	0.031	-0.676
Si	4.652	2.223	22.957	0.207	0.062	-0.553
Si	1.619	4.457	22.995	-0.16	-0.065	-0.723
Si	3.878	6.58	22.968	0.079	0.148	-0.69
Si	1.058	-6.91	23.138	0.176	-0.024	-0.601
Si	4.535	-3.784	22.861	-0.026	-0.086	-0.699
Si	6.609	-1.489	22.823	-0.044	0.176	-0.617
Si	9.846	1.785	22.85	0.173	0.185	-0.451
Si	6.43	3.968	23.085	0.134	-0.043	0.08
Si	10.029	7.214	23.018	0.017	0.003	0.043
Si	7.076	-6.503	22.822	0.022	-0.189	-0.809
Si	9.147	-4.19	22.897	0.41	0.283	-0.109
Si	12.811	-0.769	23.05	0.025	-0.008	-0.014
Si	14.596	0.997	22.884	-0.231	-0.274	-0.384
Si	11.696	3.401	22.862	-0.323	0.023	-0.668
Si	15.453	7.319	22.875	0.2	0.14	-0.504
Si	11.998	-7.702	23.227	-0.11	-0.407	-0.436
Si	15.516	-3.702	22.79	-0.031	-0.028	-0.005
Si	17.106	-1.899	22.802	-0.092	-0.242	-0.515
Si	20.925	1.91	22.919	0.208	0.077	-0.59
Si	17.976	4.45	22.738	0.346	0.249	-0.394
Si	19.666	6.21	22.976	-0.006	0.002	0.023
Si	17.169	9.037	22.638	-0.036	-0.017	0.016
Si	20.331	-4.096	23.049	0.36	0.366	-0.204
Si	23.415	-1.068	22.876	0.232	0.188	-0.424
Si	25.277	0.611	22.872	-0.291	-0.116	-0.558
Si	22.74	3.499	22.973	-0.236	-0.032	-0.589
Si	26.272	6.549	23.45	0.172	-0.014	-0.129
Si	22.71	9.323	23.208	0.286	0.054	-0.709
Si	25.934	-4.159	23.223	-0.177	-0.09	-0.652
Si	28.812	-0.951	23.028	-0.123	-0.017	0.043
Si	30.726	0.425	23.484	-0.164	-0.1	-0.666
Si	29.426	3.09	23.439	-0.062	0.032	-0.457
Si	30.908	5.863	23.242	0.059	0.386	-0.778
Si	28.195	9.047	23.214	0.267	0.14	-0.69
Si	31.884	11.82	23.327	0.289	-0.113	-0.502
Si	34.176	-1.064	23.256	0.168	0.209	-0.411
Si	36.009	0.662	23.412	-0.039	-0.051	0.046
Si	34.224	4.245	23.082	-0.052	-0.162	-0.599
Si	36.439	6.514	23.032	0.202	-0.033	-0.648
Si	33.774	9.106	23.215	0.096	-0.12	-0.668
Si	37.211	-3.833	23.285	-0.297	-0.041	-0.774
Si	39.411	-1.6	23.154	0.405	0.399	-0.117
Si	42.385	1.53	23.143	-0.072	-0.057	-0.726
Si	40.023	4.552	23.046	0.021	0.082	0.02
Si	41.694	6.303	23.344	-0.153	-0.129	-0.547
Si	39.704	9.69	23.306	-0.211	-0.196	-0.723
Si	42.016	-4.475	23.291	0.124	0.129	-0.7
Si	-20.154	-1.168	23.301	-0.12	-0.19	-0.629
Si	-18.002	1.145	23.082	0.157	0.106	-0.705
Si	-20.681	3.715	23.405	0.168	0.291	-0.806
Si	-16.553	5.839	24.029	-0.002	0.263	-0.548
Si	-19.756	9.817	23.758	-0.518	0.065	-0.398
Si	-17.443	-4.272	23.423	0.468	0.456	-0.073
Si	-14.241	-0.402	22.833	-0.316	-0.402	-0.497
Si	-7.863	0.708	25.158	-0.496	-0.228	-0.348
Si	-14.305	4.012	24.198	0.19	0.089	0.09
Si	-12.463	6.508	23.245	0.295	0.175	-0.778
Si	-14.484	9.934	22.838	-0.064	-0.11	-0.692
Si	-12.309	-4.044	23.12	0.208	0.208	-0.564
Si	-9.993	0.189	24.103	0.444	0.008	-0.354
Si	-6.167	2.056	22.896	0.188	0.323	-0.558
Si	-8.964	4.515	23.025	0.145	0.208	-0.577
Si	-7.294	6.264	22.89	-0.023	-0.076	-0.05
Si	-9.555	9.769	23.089	0.074	-0.188	-0.691
Si	-7.675	-4.249	23.745	-0.06	0.007	-0.083
Si	-4.153	-0.962	22.988	-0.093	-0.271	-0.576
Si	-1.393	0.593	23.288	0.429	-0.187	-0.383
Si	-4.346	3.685	23.103	-0.023	0.003	0.04
Si	-1.234	7.247	23.155	-0.121	-0.135	-0.631
Si	-4.527	-6.894	23.298	0.335	0.302	-0.176
Si	-1.808	-3.669	23.44	-0.393	0.123	-0.397
Si	-0.589	-1.477	25.115	0.01	0.138	-0.202
Si	2.027	1.437	-3.521	-0.034	-0.043	0.058
Si	0.891	5.658	-3.332	-0.146	-0.07	-0.016
Si	5.174	-7.852	24.979	-0.015	0.022	-0.145
Si	3.049	-5.591	25.043	-0.014	0.059	-0.156
Si	8.226	0.702	-4.058	0.058	0.057	0.033
Si	9.508	-1.375	26.581	0.116	-0.047	-0.075
Si	11.169	4.423	-5.299	0.038	-0.178	0.038
Si	9.325	-6.435	26.468	-0.006	0.01	-0.043
Si	9.031	-4.988	-4.848	-0.01	0.091	0.071
Si	5.589	6.813	27.319	0.019	-0.116	0.009
Si	12.118	-1.661	25.129	0.201	0.324	-0.476
Si	17.905	2.876	27.351	-0.309	-0.177	0.556
Si	16.719	2.407	24.688	-0.081	-0.012	-0.076
Si	13.338	-5.048	-4.282	-0.002	-0.001	0.023
Si	18.249	10.108	24.365	-0.264	-0.329	-0.379
Si	16.948	-1.825	25.915	-0.149	0.032	-0.093
Si	19.748	-1.639	26.54	0.011	0.032	-0.095
Si	21.752	-2.937	24.631	-0.391	-0.148	-0.599
Si	19.301	1.163	25.346	-0.057	0.166	0.058
Si	20.271	3.792	-4.895	-0.028	0.03	0.042
Si	24.267	3.398	25.832	-0.136	-0.039	-0.219
Si	23.117	-5.398	25.846	-0.007	-0.066	0.085
Si	21.041	-0.327	-3.142	-0.007	0.054	0.043
Si	20.26	0.947	-0.622	0.226	-0.058	0.439
Si	26.905	1.999	25.043	-0.022	-0.013	-0.023
Si	20.256	7.812	24.606	-0.343	-0.463	-0.441
Si	26.762	6.269	-4.791	-0.053	0.007	-0.035
Si	25.961	-5.555	26.093	0.041	0.194	0.062
Si	25.056	-1.482	-5.669	-0.147	-0.083	-0.082
Si	27.908	-2.426	24.639	0.435	0.513	-0.17
Si	25.547	3.481	-5.42	0.009	0.018	0.04
Si	32.178	7.43	25.405	0.045	0.039	-0.128
Si	31.161	-7.87	-2.963	0.113	-0.027	0.118
Si	27.457	-5.461	-3.485	-0.148	0.052	-0.005
Si	29.499	-5.227	24.843	-0.103	-0.01	0.055
Si	32.124	-1.306	25.643	0.271	-0.17	-0.102
Si	-22.155	3.296	-5.106	-0.007	-0.003	0.074
Si	-27.544	-7.991	25.348	0.063	0.041	-0.089
Si	-25.654	-4.112	-3.307	0.099	0.084	0.083
Si	-26.07	3.915	25.07	0.207	0.165	-0.478
Si	-31.458	-5.398	25.457	-0.043	0.082	-0.152
Si	40.749	-0.559	24.821	-0.302	-0.272	-0.635
Si	-19.063	5.158	25.661	0.042	-0.126	-0.039
Si	-23.16	-7.275	-5.509	-0.083	-0.095	0.049
Si	-23.272	7.026	26.525	-0.011	-0.163	-0.283
Si	-18.784	7.776	-2.984	0.203	0.043	-0.113
Si	-22.132	-2.487	25.434	0.059	0	-0.123
Si	-23.431	7.323	-2.809	0.097	-0.078	0.115
Si	-15.498	3.545	-4.128	0.019	-0.099	0.001
Si	-20.056	-2.819	-5.117	-0.02	-0.053	0.067
Si	-16.046	8.118	-4.743	0.393	0.471	0.261
Si	-19.611	6.869	-5.481	-0.106	0.014	-0.005
Si	-15.291	-0.951	25.559	0.032	-0.007	-0.024
Si	-16.001	0.795	-5.385	0.143	0.007	-0.046
Si	-10.649	1.191	-3.807	0.001	0.066	0.095
Si	-15.409	7.247	26.424	-0.007	-0.107	0.058
Si	-8.657	-3.462	-4.15	-0.004	-0.036	-0.087
Si	-14.487	-6.515	25.665	0.091	-0.006	0.001
Si	-11.279	-2.35	25.644	0.028	0.007	-0.048
Si	-9.178	3.928	-4.148	0.133	0.036	0.079
Si	-4.293	1.455	27.149	0.027	0.053	0.125
Si	-6.186	7.163	24.664	-0.347	-0.152	-0.325
Si	-10.286	-7.202	-5.595	-0.718	0.148	-0.016
Si	-12.357	-6.139	-5.26	0.702	-0.426	-0.105
Si	-7.597	-6.081	-4.63	0.441	-0.147	-0.38
Si	-5.494	-1.063	25.885	-0.019	0.124	-0.151
Si	0.057	3.566	25.579	-0.058	0.04	0.103
Si	-1.421	-5.54	-3.744	-0.03	-0.056	0.053
Si	-3.11	-0.555	-4.998	0.068	0.071	-0.017
Si	-3.434	-5.771	24.997	-0.263	-0.527	-0.255
Si	-5.367	-0.685	-2.951	-0.072	-0.105	0.091
Si	-1.527	4.441	-4.909	-0.018	0.069	-0.029
Si	5.887	5.259	-3.972	0.094	-0.159	0.054
Si	-3.216	6.444	25.58	0.169	0.633	0.462
Si	3.56	-6.066	-3.278	-0.032	-0.022	-0.012
Si	-1.359	-2.632	-4.104	-0.019	-0.057	0.159
Si	3.229	-0.83	25.878	-0.052	0.068	-0.136
Si	7.978	0.396	24.9	0.058	0.036	-0.134
Si	5.059	-3.62	-4.212	0.135	0.005	0.02
Si	8.888	7.135	25.096	-0.102	-0.224	-0.636
Si	2.369	-2.34	-0.941	0.173	0.023	0.067
Si	3.053	-1.487	-3.907	0.036	0.036	0.044
Si	8.683	3.725	-3.598	-0.036	0.038	0.1
Si	10.056	-3.809	24.984	-0.197	0.054	-0.476
Si	15.797	-4.425	24.998	0.12	0.168	-0.711
Si	11.094	-7.048	-4.612	0.111	0.007	-0.104
Si	13.839	-3.072	-1.894	0.024	0.013	0.022
Si	14.065	-5.197	27.104	-0.046	-0.016	0.027
Si	13.81	4.173	-3.961	0.493	0.118	-0.365
Si	17.482	1.438	-1.521	0.018	-0.175	0.071
Si	18.725	1.221	-4.305	0.112	-0.01	-0.009
Si	16.036	-6.199	-4.544	0.1	-0.008	0.035
Si	22.175	7.145	26.996	-0.006	0.063	-0.016
Si	18.686	-4.764	-4.993	0.039	-0.052	0.023
Si	16.436	-1.397	-1.54	0.051	-0.039	-0.073
Si	21.868	2.386	-2.661	-0.106	-0.059	-0.004
Si	24.293	3.872	-2.888	0.055	-0.034	-0.031
Si	24.838	6.203	26.218	-0.039	0.061	-0.118
Si	29.797	7.197	27.26	0.051	0.005	-0.017
Si	30.697	-3.744	27.073	-0.019	0.091	-0.013
Si	23.337	-2.097	-3.255	0.084	-0.008	-0.027
Si	28.043	-5.512	-0.426	-0.029	0.028	0.044
Si	-26.422	1.222	26.343	0.021	0.107	-0.05
Si	26.88	8.041	27.237	0.018	0.178	-0.08
Si	-27.94	5.734	26.505	0.093	0.093	0.08
Si	-30.277	3.736	-2.316	-0.063	-0.107	0.061
Si	29.888	3.448	-3.03	-0.113	0.117	-0.09
Si	-31.879	0.78	27.209	-0.028	0.021	-0.077
Si	-29.58	6.375	-3.921	0.098	-0.01	-0.044
Si	-29.347	1.217	25.765	-0.018	-0.002	-0.672
Si	-27.617	-5.823	-4.794	-0.022	0.021	0.079
Si	-28.349	2.782	-3.949	-0.058	0.012	0.115
Si	-31.396	3.319	25.946	0.09	0.006	0.028
Si	-27.688	4.229	-1.409	0.058	-0.1	0.154
Si	-20.374	-6.188	-1.67	0.054	-0.099	0.011
Si	-27.745	7.163	-0.507	-0.427	0.017	0.532
Si	-27.585	-0.077	-0.584	-0.101	0.02	0.025
Si	-24.093	1.98	-3.707	-0.018	0.101	-0.072
Si	-19.558	-6.354	26.868	-0.029	-0.015	-0.202
Si	-17.173	1.186	25.844	0.067	0.032	0.025
Si	-15.213	-1.053	-3.379	0.046	-0.085	0.114
Si	-22.895	-4.554	-1.75	-0.019	0.032	0.07
Si	-10.944	6.579	-3.787	-0.016	0.082	-0.048
Si	-22.02	-1.791	-2.944	-0.071	0.023	0.059
Si	-24.099	-2.211	-5.033	0.066	0.038	-0.017
Si	-14.785	2.956	26.859	0.023	-0.006	-0.14
Si	-13.78	5.769	-5.01	-0.011	0.186	-0.092
Si	-14.673	-6.671	-3.634	-0.339	-0.378	-0.46
Si	-11.582	-7.695	25.302	-0.017	0.046	-0.004
Si	-15.555	-1.943	-0.621	-0.204	0.021	0.683
Si	-12.485	-0.867	-4.911	-0.026	-0.172	-0.037
Si	-6.325	3.691	-3.099	-0.023	0.011	-0.056
Si	0.164	-8.03	-4.447	-0.027	-0.006	-0.015
Si	-9.842	2.74	25.472	0.074	0.034	0.08
Si	-7.848	-7.529	-2.062	-0.016	-0.05	0.035
Si	-11.58	-3.61	-0.758	-0.54	0.011	0.49
Si	-8.245	-0.594	-2.991	-0.116	-0.032	0.061
Si	-3.03	3.564	25.206	-0.245	0.118	-0.484
Si	-3.044	8.226	27.104	-0.005	-0.432	0.248
Si	-4.117	-6.849	-4.361	-0.448	0.175	-0.376
Si	3.521	-3.642	27.318	-0.026	0.064	-0.038
Si	-5.782	-4	26.191	0.015	-0.097	-0.032
Si	-0.968	1.535	-4.663	0.062	0.007	-0.099
Si	-0.206	4.956	-0.417	0.297	-0.06	0.564
Si	2.971	2.595	-0.901	0.016	0.107	-0.047
Si	-7.53	6.304	-0.6	0.548	0.23	0.473
Si	4.399	5.224	-1.414	-0.041	0.053	0.057
Si	-2.135	2.567	-0.076	0.444	-0.586	0.205
Si	3.136	4.168	-4.691	0.032	0.054	0.057
Si	12.466	4.271	25.726	0.077	0.003	0.039
Si	11.283	7.362	-2.377	-0.071	0.038	0.062
Si	9.619	4.868	26.694	0.091	-0.044	-0.043
Si	4.916	-5.861	-0.703	0.048	0.031	0.056
Si	1.993	-5.385	-0.894	0.001	-0.036	-0.189
Si	5.183	1.456	25.692	-0.089	-0.144	-0.022
Si	8.504	-0.844	-1.573	0.133	-0.074	0.075
Si	14.271	6.394	-2.182	0.148	-0.249	-0.095
Si	9.757	4.915	-1.176	0.191	-0.143	0.133
Si	13.627	7.169	25.351	0.099	0.089	-0.053
Si	7.688	-3.698	-2.47	0.083	-0.023	0.04
Si	12.686	1.826	-5.253	0.006	0.064	-0.015
Si	10.814	-0.392	-5.402	0.021	0.157	-0.121
Si	19.169	6.649	-4.066	0.02	-0.002	0.074
Si	16.259	7.169	-4.436	0.043	-0.031	-0.037
Si	24.891	6.614	-2.51	-0.044	0.072	0.003
Si	16.548	-5.865	-1.504	0.014	0.033	-0.018
Si	18.444	-3.503	-2.178	-0.065	-0.103	0.06
Si	24.405	-1.689	-0.291	-0.365	0.194	0.471
Si	26.612	0.539	-0.762	-0.014	0.021	-0.016
Si	20.895	7.657	-1.563	-0.032	-0.006	-0.103
Si	27.034	6.186	-0.282	-0.197	0.407	0.436
Si	23.485	-7.162	-1.213	0.018	0.02	0.653
Si	24.477	-4.997	-3.154	0.04	0.041	0.105
Si	30.069	-3.253	-0.495	-0.009	0.004	0.053
Si	26.863	2.417	-3.134	-0.119	-0.058	0
Si	29.007	6.301	-2.567	-0.079	-0.056	0.07
Si	30.743	2.825	-0.301	-0.051	0.084	0.163
Si	33.246	4.408	-0.212	0.37	-0.241	0.453
Si	29.775	-3.918	-5.079	0.051	0.015	0.007
Si	35.001	12.553	0.364	0.231	-0.276	0.341
Si	-27.753	-2.122	-2.687	0.037	0.008	0.149
Si	-30.932	6.024	27.144	-0.086	-0.091	0.031
Si	-32.664	7.459	-0.299	-0.494	0.096	0.439
Si	-29.637	-3.558	-4.629	0.032	0.01	0.01
Si	-28.68	-5.228	26.102	-0.038	-0.08	-0.013
Si	-26.929	6.189	-5.463	-0.094	-0.004	-0.009
Si	-21.828	2.762	-2.238	0.063	0.044	-0.11
Si	-29.192	-7.396	-2.53	0.142	0.049	-0.007
Si	-30.938	-4.903	-2.298	-0.023	0.035	-0.026
Si	31.288	-4.79	-2.79	0.09	-0.008	-0.017
Si	-26.647	0.497	-3.314	-0.141	0.063	0.209
Si	-21.139	0.392	-0.708	0.583	-0.241	0.381
Si	-21.846	5.543	-0.919	0.174	0.119	-0.091
Si	-24.506	4.831	-4.31	0.155	-0.015	-0.072
Si	-14.737	8.149	-0.932	0.058	0.084	0.07
Si	-25.036	-7.916	-0.343	-0.027	0.06	-0.059
Si	-18.601	-3.816	-2.59	0.008	0.054	-0.053
Si	-16.036	-3.878	25.458	-0.411	-0.357	-0.545
Si	-11.57	-3.603	-3.688	-0.09	0.009	0.044
Si	-17.417	6.506	-0.528	-0.074	0.212	0.491
Si	-10.128	-6.427	-0.474	0.35	-0.282	0.59
Si	-17.894	-2.159	-0.211	0.273	-0.006	0.554
Si	-11.838	7.367	-0.872	0.213	-0.282	0.535
Si	-15.644	-3.917	-2.783	0.085	-0.018	0.102
Si	-9.03	3.624	0.027	-0.373	0.236	0.577
Si	-11.113	1.558	-0.872	0.022	0.073	0.087
Si	-5.367	5.881	-1.188	-0.529	0.066	0.267
Si	-16.27	3.652	-1.031	0.159	0.135	0.04
Si	-9.74	-1.083	-0.363	0.262	-0.263	0.473
Si	-4.839	1.605	-1.212	-0.058	0.136	0.142
Si	7.244	5.276	25.184	-0.226	0.162	-0.726
Si	-2.627	7.002	-5.159	-0.062	0.013	0.071
Si	-2.31	-3.825	-1.531	-0.038	0.056	-0.032
Si	-4.981	-7.382	-1.416	0.023	-0.113	-0.005
Si	-5.079	-2.814	-0.861	-0.054	0.024	0.166
Si	1.278	-1.252	6.822	-0.027	-0.017	0
Si	4.026	1.38	6.718	-0.011	0	-0.01
Si	1.336	4.166	6.747	-0.009	-0.003	-0.005
Si	4.024	6.847	6.801	0.012	0.005	0.011
Si	1.295	9.593	6.74	-0.012	0.002	-0.009
Si	3.956	12.354	6.823	0.017	0.044	-0.021
Si	6.736	-1.372	6.684	0.047	0.035	-0.004
Si	9.465	1.357	6.822	-0.013	-0.001	-0.011
Si	6.724	4.135	6.809	-0.013	-0.005	0.002
Si	9.532	6.847	6.937	-0.006	-0.017	0.002
Si	6.778	9.567	6.861	-0.003	-0.042	0.013
Si	9.495	12.203	6.598	0.013	-0.022	-0.016
Si	12.175	-1.412	6.745	0.022	0.04	0.027
Si	15.014	1.264	6.747	0.016	0.027	0.023
Si	12.262	4.089	6.947	0.034	0.056	0.022
Si	14.987	6.743	6.586	0.011	0.009	-0.058
Si	12.212	9.518	6.69	-0.039	0.021	-0.001
Si	14.877	12.138	6.597	-0.038	-0.048	-0.083
Si	17.707	-1.511	6.73	-0.021	0.001	-0.002
Si	20.426	1.19	6.785	0.023	0.037	0.001
Si	17.721	3.985	6.732	-0.019	-0.05	0.025
Si	20.404	6.667	6.594	-0.045	0.034	0.015
Si	17.759	9.296	6.606	0.083	-0.021	-0.003
Si	20.444	12.034	6.64	0.009	-0.005	0.043
Si	23.191	-1.557	6.758	0.047	0.014	-0.015
Si	25.97	1.238	6.812	-0.008	-0.008	-0.011
Si	23.218	3.983	6.871	0.032	-0.021	0.035
Si	25.961	6.754	6.861	0	0.025	-0.006
Si	23.174	9.445	6.667	-0.033	0.037	-0.004
Si	25.91	12.18	6.701	0.007	0.04	-0.011
Si	28.601	-1.465	6.847	0.016	0.024	0.003
Si	31.31	1.32	6.9	-0.026	0.036	-0.005
Si	28.689	3.964	6.873	0.018	-0.032	-0.008
Si	31.368	6.706	6.906	0.015	0.001	-0.013
Si	28.65	9.465	6.824	0.007	0.002	0.017
Si	31.348	12.187	6.918	-0.003	0	0.004
Si	34.055	-1.451	6.938	0.003	-0.013	-0.01
Si	-28.476	1.316	6.95	-0.019	0.001	0
Si	34.077	3.993	6.956	-0.02	0.003	0
Si	-28.498	6.723	6.964	-0.031	-0.031	0.018
Si	34.109	9.401	7.001	0.009	-0.017	-0.021
Si	-28.46	12.21	7.01	-0.005	-0.013	-0.004
Si	-25.778	-1.369	6.98	-0.013	-0.006	0.005
Si	-23.142	1.411	6.944	-0.031	-0.01	-0.007
Si	-25.814	4.079	6.917	-0.003	-0.01	0.002
Si	-23.13	6.836	6.86	-0.02	0.022	-0.008
Si	-25.756	9.499	6.904	-0.023	-0.059	-0.015
Si	-23.09	12.234	6.892	-0.003	-0.013	0.001
Si	-20.394	-1.338	6.85	0.015	0.032	-0.042
Si	-17.753	1.412	6.789	0.006	0.026	-0.004
Si	-20.4	4.07	6.808	0.011	-0.004	0.002
Si	-17.678	6.842	6.796	0.036	-0.007	0.023
Si	-20.445	9.558	6.857	0.002	-0.006	-0.001
Si	-17.685	12.286	6.925	-0.006	-0.001	0.011
Si	-15.012	-1.288	6.799	-0.006	-0.011	-0.01
Si	-12.302	1.448	6.775	0.015	0.01	-0.005
Si	-15.052	4.139	6.813	0.019	0.001	0.001
Si	-12.343	6.924	6.848	-0.028	0.013	-0.013
Si	-14.972	9.554	6.823	0.031	-0.014	0.006
Si	-12.252	12.329	6.791	0.003	-0.008	-0.002
Si	-9.551	-1.274	6.799	-0.01	-0.009	0.011
Si	-6.836	1.499	6.789	-0.012	-0.004	-0.005
Si	-9.587	4.141	6.834	0.019	-0.019	0
Si	-6.854	6.935	6.841	0.005	0.004	0.012
Si	-9.567	9.643	6.837	-0.014	0.012	0.003
Si	-6.863	12.357	6.802	-0.029	-0.001	-0.008
Si	-4.098	-1.25	6.791	0.002	0.002	0.013
Si	-1.398	1.477	6.766	-0.023	-0.013	0.008
Si	-4.135	4.178	6.778	0.013	0.002	-0.011
Si	-1.419	6.887	6.72	-0.008	-0.006	-0.015
Si	-4.112	-6.721	6.862	0.006	-0.014	0.021
Si	-1.415	-3.987	6.811	-0.031	-0.017	0.005
Si	2.669	0.09	8.142	-0.005	0.021	0.006
Si	5.381	2.728	8.119	0.018	-0.002	-0.014
Si	2.669	5.496	8.15	0.012	-0.009	0.005
Si	5.391	8.2	8.159	-0.001	-0.027	0.015
Si	2.634	10.941	8.141	0.016	-0.012	0.011
Si	5.384	-2.651	8.13	0.02	-0.006	0.006
Si	8.086	-0.028	8.102	-0.046	0.027	0.001
Si	10.839	2.705	8.178	-0.009	-0.001	0.004
Si	8.109	5.463	8.177	-0.033	0.015	0.021
Si	10.907	8.224	8.176	0.017	0.013	0.031
Si	8.177	10.936	8.115	0.018	-0.015	-0.011
Si	10.802	-2.769	8.056	-0.019	0.007	0.001
Si	13.598	-0.075	8.073	0.017	0.016	-0.019
Si	16.362	2.636	8.096	-0.023	-0.019	-0.007
Si	13.682	5.473	8.13	0.045	-0.031	-0.006
Si	16.352	8.04	8.008	-0.005	-0.008	-0.017
Si	13.569	10.853	8.055	0.011	-0.023	-0.007
Si	16.285	-2.863	8.007	-0.005	0.013	-0.013
Si	19.055	-0.156	8.113	-0.004	0.024	0.019
Si	21.791	2.595	8.125	0.007	-0.029	0.01
Si	19.083	5.359	8.054	-0.013	-0.001	0
Si	21.77	8.059	7.984	0.018	-0.016	-0.031
Si	19.068	10.705	8	-0.009	0.001	0.008
Si	21.789	-2.913	8.057	-0.005	-0.018	-0.008
Si	24.545	-0.139	8.107	-0.007	0.003	0.001
Si	27.299	2.6	8.2	0	0.015	0.004
Si	24.571	5.375	8.181	-0.024	0.002	0.01
Si	27.299	8.111	8.205	-0.012	-0.007	0.013
Si	24.537	10.796	8.055	0.003	-0.025	-0.008
Si	27.214	-2.812	8.166	-0.009	0.02	-0.012
Si	29.957	-0.084	8.216	-0.002	-0.003	0.006
Si	32.701	2.632	8.286	0.024	-0.014	-0.009
Si	30.014	5.34	8.252	-0.008	-0.002	0
Si	32.705	8.059	8.304	0.005	-0.006	0.011
Si	29.989	10.797	8.232	0.006	0.008	-0.004
Si	32.701	-2.793	8.297	-0.013	-0.013	0.005
Si	-29.862	-0.059	8.281	0.002	0.018	-0.019
Si	-27.144	2.7	8.301	-0.001	0.001	-0.002
Si	-29.868	5.377	8.317	-0.005	0.014	0.004
Si	-27.125	8.127	8.273	-0.008	0	-0.013
Si	-29.825	10.809	8.324	0	-0.003	-0.003
Si	-27.121	-2.739	8.347	0.008	0.008	0.001
Si	-24.441	0.012	8.317	-0.004	-0.005	0.006
Si	-21.744	2.762	8.253	0.009	0.006	-0.009
Si	-24.447	5.449	8.257	0.008	0.012	-0.007
Si	-21.768	8.18	8.238	-0.003	0.007	0.003
Si	-24.425	10.866	8.278	0.009	0.012	0.002
Si	-21.74	-2.702	8.235	0.001	-0.005	0.003
Si	-19.054	0.039	8.208	0.019	-0.003	-0.001
Si	-16.396	2.773	8.175	-0.015	-0.003	0.013
Si	-19.039	5.459	8.164	-0.003	-0.01	-0.005
Si	-16.333	8.193	8.189	-0.001	-0.01	0.008
Si	-19.067	10.903	8.232	-0.004	-0.006	-0.005
Si	-16.32	-2.648	8.225	0.002	0.01	0.001
Si	-13.646	0.078	8.157	-0.012	0.002	0.001
Si	-10.948	2.783	8.176	-0.002	0.02	0.018
Si	-13.678	5.505	8.176	-0.001	0.006	0.007
Si	-10.93	8.258	8.181	0.029	-0.026	0.001
Si	-13.615	10.953	8.162	-0.002	-0.001	-0.011
Si	-10.907	-2.637	8.172	0.016	0.004	-0.001
Si	-8.18	0.096	8.143	0.01	0.001	-0.012
Si	-5.484	2.836	8.166	-0.004	-0.004	-0.005
Si	-8.214	5.529	8.165	-0.011	0.009	0.001
Si	-5.472	8.241	8.209	-0.005	0.011	0.006
Si	-8.212	11.005	8.186	-0.002	0.004	0.002
Si	-5.481	-2.604	8.145	0.009	-0.001	-0.006
Si	-2.733	0.098	8.145	0.036	-0.013	0.008
Si	-0.031	2.82	8.123	0.006	-0.009	0.001
Si	-2.758	5.536	8.121	-0.003	-0.011	0.004
Si	-0.059	8.234	8.109	-0.009	0.022	-0.019
Si	-2.756	-5.343	8.183	-0.016	0.008	0.015
Si	-0.057	-2.636	8.168	-0.004	0.005	0.009
Si	1.314	1.45	9.494	-0.013	-0.006	0
Si	4.032	4.112	9.482	-0.028	-0.02	-0.004
Si	1.307	6.879	9.483	0.012	-0.011	-0.005
Si	4.02	9.58	9.485	0.004	0.004	0.005
Si	1.301	-4.014	9.512	0.007	-0.002	0.003
Si	4.041	-1.28	9.488	0.019	0.022	-0.009
Si	6.756	1.369	9.465	0.019	-0.007	0.005
Si	9.478	4.084	9.504	-0.019	-0.022	0.003
Si	6.748	6.836	9.51	-0.006	0.001	0.012
Si	9.511	9.573	9.494	-0.002	-0.001	0.003
Si	6.773	-4.029	9.454	0.004	0.002	-0.007
Si	9.469	-1.389	9.437	-0.011	-0.01	0.005
Si	12.24	1.306	9.444	0.013	0.005	0.002
Si	15.003	4.032	9.44	0.031	0.022	0.001
Si	12.278	6.816	9.467	0.023	0.03	-0.006
Si	14.982	9.459	9.354	0.004	0.001	0.002
Si	12.205	-4.106	9.416	-0.02	0.002	-0.017
Si	14.966	-1.457	9.396	-0.022	0.004	-0.002
Si	17.712	1.26	9.437	-0.028	0.018	-0.002
Si	20.426	3.996	9.436	0.003	0.002	0.01
Si	17.7	6.709	9.41	-0.006	-0.017	0
Si	20.437	9.402	9.398	-0.018	0.008	0
Si	17.691	-4.215	9.346	0.011	-0.036	-0.015
Si	20.441	-1.519	9.422	0.015	-0.008	-0.012
Si	23.168	1.23	9.458	-0.006	0.004	-0.008
Si	25.915	3.983	9.521	-0.003	-0.014	-0.009
Si	23.13	6.739	9.43	-0.002	0.009	-0.001
Si	25.873	9.458	9.485	0.018	-0.003	0.012
Si	23.17	-4.204	9.449	0.004	0.034	0.013
Si	25.876	-1.457	9.53	0.012	0.003	0.006
Si	28.617	1.259	9.598	0.006	-0.011	0.004
Si	31.358	4.002	9.639	0.015	0.009	0.006
Si	28.631	6.72	9.568	0.012	0.003	-0.004
Si	31.336	9.443	9.617	-0.009	-0.011	-0.008
Si	28.592	-4.16	9.54	-0.017	-0.016	-0.001
Si	31.324	-1.421	9.604	0.016	0.027	0.005
Si	-31.226	1.28	9.648	-0.036	-0.014	0.015
Si	-28.514	4.025	9.673	-0.027	-0.018	0.004
Si	-31.216	6.731	9.679	0.004	-0.004	0.009
Si	-28.468	9.466	9.677	0.007	0.017	0.007
Si	-31.216	-4.157	9.652	-0.019	-0.005	-0.004
Si	-28.509	-1.395	9.675	0.008	-0.011	0.004
Si	-25.799	1.352	9.678	0.007	0.023	0.007
Si	-23.086	4.105	9.635	-0.003	0	0.01
Si	-25.794	6.776	9.654	-0.006	-0.022	0.004
Si	-23.091	9.514	9.651	-0.007	-0.012	0.008
Si	-25.769	-4.113	9.678	-0.006	0.008	0.007
Si	-23.081	-1.367	9.643	0.001	0.012	0.007
Si	-20.405	1.375	9.606	-0.016	-0.017	0.009
Si	-17.718	4.115	9.578	-0.002	-0.014	0
Si	-20.39	6.807	9.569	0.001	-0.001	0
Si	-17.694	9.542	9.571	0.002	-0.014	0.008
Si	-20.398	-4.058	9.611	0.005	0.009	-0.003
Si	-17.687	-1.3	9.586	0.003	0.008	0.001
Si	-15.004	1.429	9.534	0.006	0.024	-0.006
Si	-12.293	4.156	9.532	0.016	0.015	0.002
Si	-15.004	6.841	9.575	-0.007	-0.007	0.01
Si	-12.274	9.607	9.554	0.012	0.01	0.005
Si	-14.97	-4.03	9.559	-0.009	-0.01	0.007
Si	-12.285	-1.288	9.527	-0.009	-0.034	-0.002
Si	-9.56	1.43	9.518	-0.013	-0.012	-0.007
Si	-6.843	4.181	9.531	0.013	0.007	0.005
Si	-9.574	6.88	9.53	-0.011	-0.006	0.007
Si	-6.846	9.62	9.527	0.005	-0.007	-0.002
Si	-9.56	-3.979	9.56	0.017	0.012	0.013
Si	-6.828	-1.256	9.52	-0.018	0.002	0.001
Si	-4.109	1.453	9.499	-0.016	0.001	-0.01
Si	-1.392	4.177	9.484	0.008	0.017	-0.009
Si	-4.107	6.867	9.53	-0.009	0.003	0
Si	-1.392	-6.729	9.507	-0.007	0.003	-0.005
Si	-4.129	-3.976	9.512	0.006	-0.008	0.005
Si	-1.401	-1.269	9.522	-0.01	0.006	0.009
Si	-0.024	0.084	10.863	0.01	0	0.002
Si	2.677	2.787	10.86	0	-0.002	0.006
Si	-0.037	5.523	10.856	-0.02	-0.004	0.007
Si	2.671	8.225	10.852	-0.004	0.012	-0.001
Si	-0.041	-5.375	10.877	0.001	-0.003	0.006
Si	2.69	-2.656	10.843	0.009	-0.007	-0.008
Si	5.401	0.052	10.854	-0.016	0.016	0.011
Si	8.118	2.72	10.835	-0.004	0.006	0.018
Si	5.388	5.473	10.849	0.039	-0.007	0
Si	8.131	8.202	10.827	0.001	-0.01	0.004
Si	5.409	-5.388	10.819	0	-0.02	-0.004
Si	8.118	-2.697	10.837	-0.001	0.015	0.007
Si	10.856	-0.034	10.789	-0.008	-0.003	0.002
Si	13.602	2.687	10.777	-0.009	0.019	-0.004
Si	10.879	5.454	10.801	-0.002	-0.004	-0.005
Si	13.637	8.158	10.796	-0.019	-0.018	0.013
Si	10.873	-5.416	10.837	0	-0.002	0.011
Si	13.584	-2.763	10.77	-0.015	-0.001	0.014
Si	16.318	-0.086	10.763	0.032	-0.003	0.002
Si	19.058	2.634	10.786	0.001	-0.021	0.004
Si	16.355	5.373	10.8	0.009	-0.021	0.014
Si	19.058	8.074	10.769	-0.001	0.004	0.005
Si	16.331	-5.522	10.744	0.004	0.012	0.008
Si	19.041	-2.852	10.746	-0.011	0.013	0.001
Si	21.789	-0.135	10.79	-0.002	0.003	0.002
Si	24.513	2.611	10.832	0.004	-0.004	-0.001
Si	21.783	5.364	10.793	-0.005	-0.008	-0.003
Si	24.491	8.085	10.813	-0.025	0.01	-0.007
Si	21.784	-5.554	10.784	0.019	-0.03	0
Si	24.502	-2.837	10.846	-0.008	0.011	0.003
Si	27.231	-0.107	10.913	-0.003	0.014	0.005
Si	29.976	2.627	10.96	0.004	-0.009	-0.002
Si	27.253	5.348	10.896	-0.001	0	-0.005
Si	29.969	8.076	10.953	0.009	-0.006	0.003
Si	27.228	-5.528	10.878	-0.012	0.01	-0.004
Si	29.951	-2.803	10.922	-0.003	0.012	-0.014
Si	-32.593	-0.084	10.986	0.008	-0.002	0.004
Si	-29.875	2.653	11.014	0.014	0.001	-0.008
Si	-32.582	5.363	11.017	0	-0.005	0.006
Si	-29.851	8.105	11.022	-0.017	-0.007	-0.005
Si	-32.584	-5.521	10.988	0	-0.001	0.002
Si	-29.861	-2.786	11.017	-0.008	0.006	-0.002
Si	-27.152	-0.026	11.033	-0.007	0.023	-0.007
Si	-24.433	2.722	11.012	-0.014	-0.01	-0.006
Si	-27.15	5.404	11.014	0.004	0.012	-0.014
Si	-24.444	8.146	11.019	-0.006	0.005	0.003
Si	-27.13	-5.479	11.039	0.005	-0.017	-0.006
Si	-24.424	-2.731	11.023	0.011	-0.018	-0.004
Si	-21.737	0.006	10.999	0.007	-0.004	-0.002
Si	-19.052	2.747	10.964	0.006	0.022	-0.001
Si	-21.729	5.462	10.988	-0.007	-0.001	0
Si	-19.04	8.174	10.945	0.012	-0.012	-0.009
Si	-21.735	-5.427	10.993	-0.005	0.006	-0.004
Si	-19.037	-2.684	10.954	-0.005	-0.003	-0.009
Si	-16.335	0.067	10.936	0.004	-0.01	-0.005
Si	-13.639	2.786	10.9	-0.002	0.013	-0.006
Si	-16.352	5.476	10.94	-0.002	0.016	0.001
Si	-13.628	8.219	10.909	0.003	-0.009	-0.008
Si	-16.334	-5.397	10.922	0.014	0.007	-0.007
Si	-13.619	-2.66	10.915	-0.001	-0.002	-0.001
Si	-10.912	0.068	10.887	0.016	0.001	0
Si	-8.197	2.798	10.879	0.001	0.004	0
Si	-10.924	5.511	10.892	0.005	-0.003	-0.001
Si	-8.198	8.241	10.879	0.005	0.002	-0.013
Si	-10.91	-5.362	10.915	-0.007	0	-0.002
Si	-8.18	-2.62	10.89	-0.005	0	0.007
Si	-5.457	0.094	10.875	0.005	-0.016	0
Si	-2.742	2.811	10.854	0.005	-0.009	0
Si	-5.472	5.519	10.894	0.005	-0.015	0.006
Si	-2.745	8.235	10.873	0.001	-0.008	0.008
Si	-5.475	-5.348	10.874	-0.008	0.015	-0.005
Si	-2.759	-2.632	10.874	-0.003	0.013	-0.005
Si	1.34	-1.289	12.208	0	0.011	0.001
Si	4.046	1.421	12.203	0.017	-0.007	-0.003
Si	1.329	4.162	12.211	0.011	-0.007	-0.005
Si	4.037	6.857	12.203	-0.018	-0.015	-0.003
Si	1.325	9.584	12.229	0.003	0.002	0.005
Si	4.058	-4.024	12.192	0.018	0.016	-0.01
Si	6.765	-1.324	12.192	0.002	0.003	-0.004
Si	9.505	1.351	12.153	-0.005	0	-0.003
Si	6.764	4.106	12.182	-0.013	-0.022	0.002
Si	9.505	6.82	12.149	0	0.019	-0.002
Si	6.764	9.565	12.18	0.002	0.018	0.001
Si	9.498	-4.054	12.176	0.004	-0.003	-0.001
Si	12.229	-1.393	12.136	0.005	-0.006	-0.005
Si	14.962	1.304	12.113	-0.014	0.003	-0.006
Si	12.236	4.061	12.132	-0.001	-0.017	0.001
Si	14.977	6.758	12.129	0.012	0.011	-0.015
Si	12.247	9.511	12.143	0.02	0.008	-0.006
Si	14.968	-4.135	12.1	0.003	-0.018	-0.01
Si	17.693	-1.455	12.098	-0.006	0.002	-0.004
Si	20.417	1.254	12.119	0.002	0.03	-0.005
Si	17.701	3.999	12.145	0.002	0.017	0.007
Si	20.412	6.722	12.146	-0.007	-0.011	0.005
Si	17.692	9.449	12.119	0.003	-0.009	-0.001
Si	20.411	-4.182	12.128	0	-0.006	-0.002
Si	23.134	-1.471	12.183	0.004	0.002	0.009
Si	25.854	1.267	12.232	-0.002	0	0.002
Si	23.136	3.993	12.156	-0.009	0.002	0
Si	25.847	6.72	12.19	0.006	-0.011	-0.011
Si	23.134	9.433	12.177	0.006	0.005	0.009
Si	25.864	-4.182	12.227	0.014	-0.005	0.003
Si	28.588	-1.46	12.285	-0.006	0.009	0.006
Si	31.324	1.269	12.334	0.02	0	0.007
Si	28.598	3.999	12.286	0.01	0.001	-0.001
Si	31.318	6.733	12.339	-0.001	0.007	0
Si	28.578	9.442	12.266	-0.008	-0.01	-0.007
Si	31.313	-4.151	12.302	-0.01	0.002	-0.008
Si	-31.236	-1.435	12.36	-0.015	0.002	0.004
Si	-28.519	1.314	12.391	-0.021	0	0.006
Si	-31.227	4.008	12.378	-0.004	-0.003	0.006
Si	-28.499	6.751	12.389	-0.002	-0.011	0.004
Si	-31.224	9.461	12.371	0	0.002	0.01
Si	-28.502	-4.133	12.398	0.013	-0.005	0.002
Si	-25.791	-1.386	12.392	-0.006	-0.011	-0.005
Si	-23.1	1.346	12.38	0.003	0.01	0.002
Si	-25.8	4.054	12.387	0.005	0.001	-0.001
Si	-23.086	6.794	12.379	-0.001	0.002	0.006
Si	-25.788	9.487	12.412	-0.004	0.008	0.01
Si	-23.077	-4.089	12.387	-0.006	0.002	0
Si	-20.382	-1.355	12.359	0.001	-0.001	0.004
Si	-17.688	1.399	12.332	0.005	0.001	0.003
Si	-20.393	4.089	12.359	0.002	-0.014	0.013
Si	-17.694	6.824	12.324	-0.003	-0.009	0.008
Si	-20.379	9.527	12.34	-0.001	0.004	0.001
Si	-17.684	-4.047	12.31	-0.005	0.005	0
Si	-14.975	-1.3	12.284	0	0.003	-0.002
Si	-12.267	1.428	12.255	-0.007	-0.003	-0.009
Si	-14.979	4.13	12.294	-0.007	-0.005	0.002
Si	-12.271	6.859	12.273	0.006	0.005	0.005
Si	-14.981	9.565	12.287	-0.007	-0.002	-0.003
Si	-12.266	-4.017	12.284	0.009	0.003	0.012
Si	-9.542	-1.276	12.255	0.001	-0.014	0.003
Si	-6.817	1.447	12.239	0.002	0	0.001
Si	-9.553	4.157	12.245	-0.017	0.011	0.001
Si	-6.834	6.887	12.242	0.001	0.013	0
Si	-9.547	9.585	12.259	0.008	-0.004	0.002
Si	-6.824	-3.995	12.239	0.004	0.004	-0.001
Si	-4.102	-1.271	12.239	0	-0.007	0.005
Si	-1.377	1.452	12.216	-0.004	-0.002	0
Si	-4.098	4.156	12.235	-0.01	0.01	-0.002
Si	-1.385	6.875	12.232	0.012	0.003	0.001
Si	-4.107	9.605	12.219	0.001	-0.007	-0.009
Si	-1.397	-4.003	12.225	-0.018	0	0
Si	2.707	0.06	13.568	0.014	0.014	0.003
Si	5.402	2.778	13.557	-0.006	0.006	0.006
Si	2.683	5.513	13.577	-0.002	-0.004	0.005
Si	5.408	8.216	13.553	0.015	-0.003	0.003
Si	2.699	10.949	13.565	0.006	-0.001	0
Si	5.417	-2.677	13.563	-0.007	-0.001	0.007
Si	8.135	0.031	13.531	-0.002	-0.008	0.01
Si	10.874	2.714	13.499	-0.001	0.008	0.01
Si	8.143	5.467	13.513	-0.004	-0.01	-0.003
Si	10.865	8.172	13.499	-0.002	-0.017	0.001
Si	8.135	10.916	13.53	0.002	-0.005	0.003
Si	10.867	-2.712	13.524	-0.01	-0.003	0.017
Si	13.593	-0.028	13.481	-0.011	0.013	0.003
Si	16.315	2.655	13.484	0.009	-0.006	-0.003
Si	13.595	5.419	13.484	0.007	0.022	0.005
Si	16.329	8.105	13.487	-0.011	-0.012	0.006
Si	13.613	10.856	13.482	-0.009	0.001	0.012
Si	16.32	-2.772	13.47	0.007	0.006	0.004
Si	19.048	-0.101	13.469	-0.006	0	-0.006
Si	21.749	2.629	13.486	-0.01	-0.032	0.005
Si	19.05	5.362	13.498	0	-0.016	0.009
Si	21.761	8.084	13.521	0.01	0.002	-0.001
Si	19.038	10.811	13.493	0.003	-0.002	0.004
Si	21.763	-2.83	13.52	0	0.02	0.007
Si	24.48	-0.109	13.558	0	0.011	0.01
Si	27.211	2.625	13.603	0	0.01	0
Si	24.484	5.352	13.534	-0.008	0.006	0.002
Si	27.191	8.07	13.58	-0.014	0.007	-0.006
Si	24.492	10.773	13.562	-0.002	0	-0.005
Si	27.22	-2.84	13.61	0.001	-0.003	-0.006
Si	29.951	-0.112	13.661	-0.001	-0.01	0.002
Si	32.677	2.629	13.7	0.002	0.002	0.006
Si	29.936	5.368	13.666	0.011	-0.003	0.007
Si	32.678	8.093	13.705	-0.003	-0.009	-0.001
Si	29.94	10.804	13.634	0.015	0.011	-0.01
Si	32.675	-2.813	13.689	-0.004	-0.001	-0.007
Si	-29.878	-0.071	13.727	0.007	0.002	0.002
Si	-27.159	2.681	13.747	0	0	-0.005
Si	-29.858	5.374	13.733	0.007	0.007	-0.009
Si	-27.156	8.117	13.766	0.005	-0.003	-0.007
Si	-29.865	10.814	13.753	-0.017	0.007	0.002
Si	-27.139	-2.762	13.755	0.006	0.015	-0.003
Si	-24.443	-0.027	13.769	-0.01	0.005	-0.007
Si	-21.748	2.715	13.731	-0.014	0	-0.003
Si	-24.449	5.423	13.745	-0.008	-0.012	-0.006
Si	-21.729	8.17	13.726	-0.01	-0.001	-0.002
Si	-24.426	10.865	13.758	0.013	0.008	-0.005
Si	-21.727	-2.722	13.747	0.004	-0.006	-0.004
Si	-19.032	0.02	13.709	0	-0.006	0
Si	-16.317	2.769	13.673	0.014	0.016	-0.002
Si	-19.031	5.46	13.713	0.004	0.012	0.004
Si	-16.331	8.205	13.665	-0.004	0.001	-0.014
Si	-19.023	10.902	13.695	0.005	-0.003	-0.008
Si	-16.333	-2.661	13.653	0.013	0.011	-0.009
Si	-13.611	0.066	13.636	-0.01	-0.008	0.005
Si	-10.905	2.795	13.611	0.018	0.004	0.002
Si	-13.621	5.499	13.652	0.014	0.006	-0.003
Si	-10.893	8.208	13.624	-0.004	0.001	-0.009
Si	-13.614	10.919	13.647	-0.021	-0.007	-0.008
Si	-10.894	-2.645	13.616	-0.002	-0.018	0.004
Si	-8.165	0.079	13.606	-0.008	-0.003	0.003
Si	-5.446	2.797	13.603	0.004	-0.012	0
Si	-8.19	5.521	13.604	0.004	-0.008	-0.001
Si	-5.459	8.248	13.584	0.003	0.016	-0.001
Si	-8.179	10.957	13.596	0.011	0	-0.008
Si	-5.448	-2.651	13.593	-0.009	0.005	-0.005
Si	-2.72	0.086	13.58	-0.001	0	-0.008
Si	-0.011	2.803	13.579	0.009	0.007	-0.001
Si	-2.739	5.516	13.595	-0.007	-0.014	0.005
Si	-0.025	8.224	13.599	-0.023	-0.002	0.011
Si	-2.745	-5.369	13.585	-0.003	0.002	-0.003
Si	-0.02	-2.644	13.568	0.013	-0.005	-0.007
Si	1.364	1.436	14.923	0.005	-0.014	0.001
Si	4.051	4.149	14.919	0.003	-0.01	-0.001
Si	1.34	6.868	14.961	0.002	-0.006	-0.003
Si	4.059	9.592	14.924	-0.02	0.013	0.002
Si	1.335	-4.009	14.925	-0.005	0.01	0.005
Si	4.062	-1.309	14.925	0.015	-0.01	0.008
Si	6.776	1.409	14.882	-0.004	0.002	-0.011
Si	9.514	4.096	14.849	0.007	-0.012	0.001
Si	6.786	6.834	14.877	0.008	-0.002	0.006
Si	9.5	9.54	14.857	-0.008	0.027	-0.014
Si	6.801	-4.034	14.907	0.004	-0.005	-0.015
Si	9.504	-1.333	14.872	-0.003	0.011	-0.002
Si	12.238	1.338	14.845	0.016	-0.012	-0.001
Si	14.947	4.037	14.828	-0.003	-0.009	-0.004
Si	12.224	6.794	14.832	-0.02	0.018	-0.004
Si	14.962	9.481	14.83	0.017	-0.016	-0.009
Si	12.248	-4.103	14.831	0.022	-0.021	-0.006
Si	14.965	-1.389	14.826	-0.009	0.007	-0.003
Si	17.683	1.274	14.81	0.002	0.001	-0.008
Si	20.396	3.993	14.854	-0.007	0.019	0.006
Si	17.671	6.724	14.835	0.015	0.007	-0.01
Si	20.393	9.458	14.863	-0.004	0.011	-0.002
Si	17.676	-4.126	14.839	-0.009	0.012	-0.012
Si	20.396	-1.452	14.855	0.006	-0.011	0.001
Si	23.079	1.266	14.861	-0.009	0.02	0.001
Si	25.827	3.999	14.92	0.03	-0.01	0
Si	23.124	6.726	14.879	-0.006	0.006	0.005
Si	25.832	9.412	14.948	0.01	-0.011	-0.005
Si	23.128	-4.182	14.897	0.017	-0.03	-0.004
Si	25.831	-1.484	14.923	-0.008	0.007	0
Si	28.563	1.256	14.971	0.007	0.008	-0.011
Si	31.304	4.005	15.017	-0.004	-0.003	-0.006
Si	28.53	6.736	14.978	-0.002	0	-0.012
Si	31.291	9.468	15.023	-0.013	0.012	0.003
Si	28.578	-4.181	15.004	-0.014	0.002	0.006
Si	31.302	-1.478	15.044	0.015	-0.007	-0.001
Si	34.029	1.274	15.079	0.003	0	0.003
Si	-28.517	4.021	15.123	-0.009	0.012	0.009
Si	34.055	6.744	15.062	-0.006	0.004	-0.001
Si	-28.511	9.464	15.145	0.01	-0.021	0.014
Si	34.031	-4.146	15.086	-0.014	0.003	0.001
Si	-28.514	-1.413	15.103	-0.008	-0.002	-0.002
Si	-25.822	1.323	15.127	-0.01	0.011	0.005
Si	-23.104	4.061	15.109	-0.001	-0.017	0.005
Si	-25.805	6.759	15.133	0.005	0.003	0.004
Si	-23.074	9.509	15.121	-0.012	0.021	0.004
Si	-25.77	-4.101	15.136	-0.007	-0.012	-0.006
Si	-23.086	-1.392	15.142	-0.012	-0.003	0.003
Si	-20.413	1.337	15.093	-0.007	0.018	0.005
Si	-17.662	4.103	15.067	0.007	-0.01	-0.001
Si	-20.381	6.815	15.093	0.004	-0.002	0.002
Si	-17.675	9.545	15.063	0.011	-0.001	-0.002
Si	-20.364	-4.083	15.1	0	-0.007	0
Si	-17.66	-1.318	15.074	-0.006	-0.009	0.017
Si	-14.949	1.421	15.029	0.004	-0.008	-0.009
Si	-12.254	4.136	15.004	-0.021	-0.001	0.005
Si	-14.972	6.858	15.027	-0.036	0.019	-0.004
Si	-12.242	9.549	14.999	0.007	0.003	0.008
Si	-14.982	-4.032	14.989	0	-0.009	0.004
Si	-12.247	-1.294	14.985	0.015	0.016	-0.007
Si	-9.522	1.449	14.955	-0.006	-0.013	0.009
Si	-6.807	4.173	14.945	0.012	-0.001	0.004
Si	-9.548	6.849	15.004	0.006	0.004	0.015
Si	-6.813	9.602	14.948	0.007	0.006	-0.009
Si	-9.535	-4.013	14.96	-0.007	0.02	-0.008
Si	-6.794	-1.295	14.953	0.019	-0.019	-0.003
Si	-4.056	1.445	14.951	-0.001	-0.006	-0.004
Si	-1.356	4.167	14.947	-0.015	0.001	-0.001
Si	-4.095	6.894	14.942	-0.001	0	-0.009
Si	-1.391	9.591	14.947	0.018	-0.006	-0.005
Si	-4.091	-4.016	14.955	0.009	-0.015	0.003
Si	-1.356	-1.275	14.937	-0.013	0.022	0.005
Si	0.025	0.078	16.291	-0.004	-0.003	-0.01
Si	2.701	2.802	16.296	0	0.012	-0.001
Si	-0.03	5.531	16.339	0.02	0.005	0.016
Si	2.7	8.246	16.301	0.004	-0.005	0.009
Si	-0.017	-5.374	16.289	-0.021	-0.012	-0.009
Si	2.689	-2.653	16.291	-0.019	0.005	0
Si	5.433	0.062	16.259	0.006	0.003	0.008
Si	8.144	2.768	16.219	-0.013	0.009	0.004
Si	5.42	5.508	16.259	-0.004	0.003	0.002
Si	8.154	8.185	16.228	-0.01	0.011	0.009
Si	5.444	10.942	16.272	0.026	0.021	0.003
Si	8.166	-2.671	16.261	0.012	-0.003	-0.004
Si	10.861	0.019	16.222	-0.017	0.008	0.002
Si	13.597	2.691	16.203	-0.017	0	0.007
Si	10.876	5.448	16.208	-0.014	0	0.003
Si	13.576	8.15	16.184	0.006	-0.001	0.008
Si	10.882	10.881	16.197	-0.021	-0.009	0
Si	13.598	-2.739	16.173	-0.009	-0.008	-0.001
Si	16.328	-0.041	16.199	0.006	-0.014	0.004
Si	19.018	2.622	16.184	0.005	-0.002	-0.005
Si	16.304	5.375	16.196	0.016	0.028	0.01
Si	19.004	8.101	16.181	-0.01	-0.011	-0.006
Si	16.298	10.853	16.183	0.016	0.005	-0.018
Si	19.037	-2.789	16.225	-0.008	-0.013	0.008
Si	21.738	-0.098	16.235	0.011	0.01	0.008
Si	24.426	2.623	16.212	-0.02	-0.008	-0.013
Si	21.749	5.371	16.202	-0.005	-0.02	-0.008
Si	24.455	8.062	16.304	0.01	-0.001	0
Si	21.758	10.797	16.249	0.002	0.005	0.011
Si	24.476	-2.842	16.29	0.02	0.018	0.009
Si	27.202	-0.152	16.279	0.015	0.002	-0.01
Si	29.903	2.644	16.325	0.015	0.001	0.013
Si	27.142	5.377	16.315	0.002	0.012	0.02
Si	29.875	8.123	16.332	-0.01	0.008	0
Si	27.195	10.758	16.318	0.003	-0.009	0.006
Si	29.955	-2.863	16.405	0	-0.015	0.002
Si	32.659	-0.116	16.403	-0.017	-0.006	-0.009
Si	35.39	2.628	16.451	-0.008	-0.007	-0.001
Si	32.69	5.356	16.365	-0.001	-0.008	0.003
Si	35.38	8.087	16.488	-0.011	0.006	-0.002
Si	32.66	10.797	16.422	0.011	0.017	-0.009
Si	35.401	-2.782	16.446	0.013	-0.002	-0.017
Si	-27.178	-0.054	16.494	-0.01	-0.014	-0.007
Si	-24.464	2.691	16.481	-0.011	0.011	-0.004
Si	-27.172	5.393	16.501	0.015	-0.008	0.004
Si	-24.439	8.138	16.476	-0.003	-0.026	-0.007
Si	-27.119	10.841	16.482	0.012	0.027	-0.005
Si	-24.417	-2.76	16.545	0.004	-0.002	0.003
Si	-21.745	-0.029	16.516	0.013	-0.008	0.004
Si	-19.038	2.716	16.396	0.025	0.016	-0.011
Si	-21.745	5.445	16.446	-0.01	0.014	-0.013
Si	-19.024	8.187	16.456	0	-0.002	-0.011
Si	-21.703	10.862	16.487	0.005	-0.003	-0.003
Si	-19.007	-2.7	16.445	0.016	-0.002	-0.015
Si	-16.295	0.079	16.414	0.02	0.019	0.007
Si	-13.593	2.783	16.399	0.01	0	0.005
Si	-16.312	5.501	16.414	0.009	-0.011	-0.017
Si	-13.586	8.189	16.389	-0.023	-0.013	-0.004
Si	-16.313	10.938	16.388	-0.022	-0.002	-0.014
Si	-13.615	-2.674	16.322	0.003	-0.011	-0.01
Si	-10.879	0.09	16.314	-0.014	-0.019	-0.006
Si	-8.149	2.807	16.305	-0.008	-0.006	0.012
Si	-10.9	5.471	16.389	0.004	0.01	0.014
Si	-8.161	8.24	16.309	0.016	0.025	-0.001
Si	-10.883	10.939	16.323	0.012	-0.004	-0.012
Si	-8.165	-2.654	16.305	0.004	0.007	-0.011
Si	-5.388	0.045	16.286	-0.007	0.009	0.003
Si	-2.675	2.794	16.316	-0.009	-0.004	0
Si	-5.446	5.539	16.299	-0.008	0.002	-0.005
Si	-2.749	8.245	16.324	-0.006	0.009	0.011
Si	-5.456	-5.372	16.323	0.006	-0.018	-0.004
Si	-2.698	-2.66	16.284	-0.002	-0.009	-0.013
O	6.461	-2.249	0.664	0.412	-0.262	-0.326
O	9.431	6.634	2.254	-0.011	-0.035	-0.376
O	7.876	-5.566	1.282	0.044	-0.302	-0.236
O	8.094	-4.609	-1.187	-0.336	-0.354	-0.087
O	11.485	-2.002	0.412	0.166	-0.041	0.184
O	13.177	0.326	1.459	0.115	-0.372	-0.139
O	11.127	-7.844	1.292	0.436	-0.237	-0.09
O	12.737	-6.249	-0.102	0.196	-0.221	-0.012
O	18.115	-0.955	1.84	-0.381	0.258	-0.127
O	15.778	2.394	1.319	-0.179	-0.443	-0.646
O	18.089	3.566	1.293	-0.054	-0.487	0.048
O	20.036	5.001	0.506	-0.261	-0.269	-0.458
O	21.592	6.638	1.629	0.006	-0.212	0.296
O	17.433	7.055	-0.197	0.085	-0.214	-0.172
O	18.279	-7.364	1.488	-0.656	-0.17	0.135
O	19.887	-5.435	0.881	0.402	-0.224	-0.368
O	20.989	-3.131	1.145	0.12	0.043	-0.307
O	27.797	-1.887	1.447	-0.547	-0.047	0.159
O	-25.175	4.773	1.544	-0.005	0.409	-0.036
O	-22.185	-2.885	1.589	0.383	-0.091	-0.592
O	-21.412	3.755	1.596	-0.308	0.006	-0.198
O	10.28	-1.753	2.748	0.322	-0.074	0.168
O	11.536	-3.896	2.319	-0.136	-0.408	-0.284
O	19.814	4.566	3.101	0.262	-0.008	0.262
O	18.123	6.071	2.238	-0.035	0.065	-0.432
O	18.322	-5.155	2.985	-0.228	0.043	-0.057
O	-7.305	-1.838	21.562	0.241	0.117	0.367
O	-0.398	-4.063	22.739	0.16	0.299	-0.218
O	11.572	-6.135	23.014	0.186	0.026	0.052
O	25.119	6.872	22.381	-0.132	-0.481	-0.425
O	30.511	1.984	23.943	0.331	0.129	0.138
O	27.158	5.318	22.902	0.185	-0.287	0.355
O	31.209	-3.076	22.917	0.333	0.405	0.017
O	-19.116	-7.89	23.179	-0.332	-0.307	0.183
O	-13.125	0.759	22.369	0.296	-0.09	-0.207
O	-14.272	2.954	23.005	-0.288	-0.099	-0.021
O	-15.858	4.415	24.375	-0.532	-0.585	0.022
O	-8.591	1.871	26.1	0.371	-0.081	0.678
O	-8.722	-3.076	23.31	-0.145	0.006	0.493
O	-1.606	2.125	22.782	0.538	0.003	0.355
O	-6.526	-4.367	22.615	0.223	0.422	-0.077
O	0.779	-2.043	24.452	0.304	-0.689	0.261
O	-1.732	-2.435	24.493	-0.29	0.144	-0.074
O	2.032	-0.287	26.836	-0.679	0.116	-0.079
O	4.216	2.03	24.535	-0.578	-0.037	0.282
O	0.967	3.694	24.267	0.186	-0.549	0.154
O	-0.126	4.975	26.356	-0.039	0.57	-0.11
O	2.756	5.518	23.531	-0.321	-0.092	0.566
O	4.723	7.077	24.281	-0.145	-0.055	0.219
O	1.627	-6.055	24.422	-0.279	0.186	0.5
O	0.454	1.332	-3.907	-0.045	-0.217	0.243
O	3.509	-2.346	26.36	0.161	-0.199	0.167
O	5.571	-2.627	23.428	-0.215	-0.099	0.582
O	7.575	-0.866	23.974	0.301	-0.199	0.429
O	9.219	1.231	24.282	0.321	-0.28	0.266
O	14.583	-5.731	-5.043	-0.208	0.125	-0.626
O	3.885	-6.946	25.209	-0.396	-0.087	0.099
O	6.261	-7.114	24.079	-0.097	-0.065	0.363
O	8.048	-5.329	23.397	0.026	-0.047	0.298
O	11.573	-3.195	24.917	-0.002	-0.195	-0.203
O	11.955	0.503	-4.685	0.036	0.053	0.451
O	15.335	1.734	24.185	-0.345	0.314	0.293
O	12.378	4.901	-4.326	-0.149	0.442	0.246
O	14.968	7.045	24.437	0.201	-0.2	0.451
O	8.793	-3.988	-3.61	0.202	0.417	0.269
O	12.268	-6.194	-3.891	0.097	-0.274	0.604
O	17.296	-1.476	24.378	0.348	0.25	0.07
O	20.827	-2.654	25.929	-0.101	-0.441	0.323
O	19.069	1.867	26.789	0.226	-0.028	0.288
O	20.537	1.791	24.521	0.294	0.229	0.381
O	19.471	5.103	-4.399	0.006	-0.025	0.007
O	22.887	-3.982	25.118	0.569	-0.066	-0.3
O	15.36	-5.926	-0.413	0.126	-0.452	0.199
O	22.575	-1.586	24.219	-0.227	0.137	0.237
O	26.024	0.854	24.318	-0.142	-0.412	0.348
O	27.732	1.261	26.221	-0.109	-0.332	-0.155
O	23.347	3.638	24.51	-0.114	0.111	0.318
O	24.33	4.757	26.691	-0.277	-0.02	0.462
O	25.546	6.081	24.788	-0.166	-0.286	0.074
O	27.135	7.892	23.673	-0.085	0.014	0.188
O	21.382	-7.857	23.626	0.051	0.091	-0.246
O	30.197	-5.083	26.283	-0.03	-0.364	0.404
O	28.753	-3.829	24.527	-0.001	0.073	-0.009
O	29.996	5.014	-2.615	0.327	0.163	0.336
O	26.817	1.024	-2.301	0.366	-0.23	-0.243
O	27.992	2.765	24.13	-0.255	0.076	-0.228
O	31.648	6.104	24.668	0.204	-0.605	0.115
O	29.786	7.633	-2.981	-0.343	0.218	-0.056
O	28.555	-6.513	24.639	0.201	-0.257	0.547
O	29.248	-2.371	-5.094	0.138	0.512	0.549
O	24.914	-3.156	0.247	-0.102	-0.182	0.008
O	30.663	-5.47	23.766	0.07	-0.554	-0.477
O	31.126	-0.338	24.852	-0.224	-0.154	0.048
O	31.268	-2.615	26.063	-0.155	0.02	-0.271
O	-27.422	4.807	25.279	-0.127	-0.238	-0.279
O	-31.794	3.79	24.46	-0.754	0.11	-0.009
O	-29.969	5.412	23.512	-0.16	0.034	0.554
O	-28.385	7.518	24.233	-0.231	0.203	0.075
O	-29.847	2.777	25.931	0.47	0.23	0.005
O	30.922	7.908	26.326	-0.155	0.351	-0.128
O	-30.722	-6.361	24.372	0.353	0.172	0.102
O	-26.978	-2.691	23.725	-0.124	0.328	0.396
O	-23.748	0.782	24.316	-0.236	0.065	0.247
O	-21.811	2.586	23.797	-0.125	0.067	0.775
O	-23.301	6.68	24.937	0.343	0.224	0.104
O	-21.904	7.701	27.033	-0.114	0.147	0.03
O	-24.437	-5.532	23.777	0.036	-0.071	0.476
O	-28.517	3.572	-5.353	-0.166	0.225	0.153
O	-25.362	-3.063	-4.503	-0.584	0.064	-0.3
O	-20.889	-1.766	24.653	0.132	-0.139	0.249
O	-19.082	0.029	23.662	-0.107	0.061	0.177
O	-16.641	4.287	-4.98	-0.122	-0.183	0.263
O	-18.076	5.829	24.575	-0.196	0.157	-0.42
O	-18.156	4.422	26.804	0.103	-0.489	0.152
O	-18.994	-3.53	-4.126	0.054	-0.099	-0.314
O	-22.347	-5.888	-5.345	-0.02	0.112	0.591
O	-18.631	-5.346	23.776	0.015	0.094	0.264
O	-16.806	-0.376	25.57	-0.222	-0.568	-0.093
O	-12.482	-1.83	26.59	-0.316	-0.001	-0.197
O	-10.665	1.65	24.562	-0.846	0.024	-0.392
O	-13.837	3.316	25.587	0.327	-0.187	-0.045
O	-11.992	7.213	24.633	0.187	-0.338	0.395
O	-15.677	6.931	24.861	0.363	0.311	-0.394
O	-15.11	-6.923	24.234	-0.525	-0.453	-0.016
O	-13.402	-5.244	23.358	-0.301	-0.258	0.188
O	-11.765	-3.461	24.561	-0.166	0.095	0.077
O	-10.685	-1.05	24.902	0.103	-0.075	0.18
O	-12.424	6.38	-4.401	-0.076	0.475	-0.216
O	-6.689	1.474	24.332	0.075	0.109	0.436
O	-12.158	-4.594	-4.811	-0.343	0.324	-0.142
O	-10.659	-6.958	24.213	0.106	0.254	-0.181
O	-4.447	-4.636	25.55	0.093	0.055	0.216
O	-8.441	-5.662	23.886	0.077	-0.177	0.635
O	-7.005	-3.902	25.152	-0.341	0.063	0.262
O	-4.98	-1.316	24.359	-0.455	-0.575	0.057
O	-2.896	-0.002	23.381	-0.171	0.113	-0.254
O	-0.795	0.105	24.751	0.137	0.184	0.199
O	-0.073	-8.003	23.66	0.11	0.035	0.025
O	-2.922	3.25	1.165	0.223	-0.186	0.695
O	-5.807	2.545	-2.092	0.005	0.081	-0.184
O	-2.206	-5.006	24.274	0.492	-0.329	0.074
O	-0.629	-1.669	26.687	-0.234	0.487	0.019
O	-6.327	-3.525	-0.07	-0.324	-0.321	-0.451
O	4.587	0.018	26.135	0.115	-0.231	-0.059
O	-0.051	4.956	-4.458	0.187	-0.096	-0.287
O	2.432	-1.948	-2.492	-0.426	-0.066	0.114
O	7.674	-5.321	-5.63	0.139	-0.417	0.35
O	3.405	-5.683	-0.143	0.028	-0.099	0.421
O	-20.294	-6.791	-0.167	-0.498	-0.076	-0.16
O	6.242	-3.963	-3.154	-0.088	-0.401	0.234
O	-2.647	8.196	0.959	0.084	0.048	-0.48
O	15.932	6.143	-5.649	0.313	0.166	-0.353
O	14.057	7.433	26.888	0.391	-0.065	-0.129
O	4.804	-6.283	-2.258	0.449	-0.511	-0.303
O	17.948	1.361	24.459	0.015	-0.028	-0.403
O	14.444	-5.139	25.534	-0.562	-0.095	-0.212
O	-14.714	-0.673	27.034	-0.627	0.351	0.339
O	17.099	-5.411	25.22	0.083	0.024	0.197
O	-21.3	3.239	-3.708	0.529	0.177	-0.023
O	28.341	3.029	-3.118	-0.133	0.083	-0.058
O	-20.354	5.274	-0.281	0.692	0.28	-0.218
O	17.609	6.76	-3.635	-0.05	-0.224	0.48
O	18.641	1.012	-0.462	-0.217	0.174	0.538
O	23.651	-1.768	-1.715	-0.361	0.1	0.083
O	19.131	-7.406	25.078	-0.214	-0.044	0.534
O	25.923	6.752	27.25	0.054	-0.253	0.377
O	-23.186	2.028	-5.059	0.178	-0.7	-0.431
O	19.335	-5.074	23.935	0.151	0.128	0.021
O	24.478	-5.321	26.727	-0.032	0.086	0.752
O	31.862	-8.068	-4.411	0.156	-0.061	0.04
O	-1.201	7.728	-5.06	-0.172	-0.11	-0.241
O	22.712	4.462	0.468	-0.015	-0.106	-0.513
O	22.071	0.919	-3.321	0.336	-0.123	-0.246
O	-31.592	-7.706	0.182	-0.113	0.222	-0.285
O	0.699	7.264	-3.322	0.535	0.131	0.616
O	21.353	3.456	-3.745	0.415	0.484	-0.215
O	-26.383	2.323	25.159	-0.28	-0.205	-0.305
O	28.348	7.639	26.709	0.045	-0.09	-0.55
O	-29.812	2.511	-3.266	-0.361	-0.476	-0.105
O	24.187	-6.027	-4.333	0.129	-0.255	0.216
O	-10.689	-8	26.599	-0.375	-0.006	-0.264
O	-23.115	1.791	-2.438	-0.266	-0.564	0.404
O	27.204	-6.84	-4.289	0.085	-0.319	0.053
O	-11.661	-2.095	-4.264	0.158	0.095	0.172
O	0.926	-6.115	0.081	-0.732	0.244	-0.065
O	-28.149	-7.815	-1.357	0.549	0.426	-0.162
O	-32.531	-4.836	-2.132	-0.079	-0.187	0.563
O	32.488	-0.532	27.021	-0.255	-0.245	0.606
O	-23.416	-1.502	-3.73	-0.374	0.237	0.071
O	-8.169	-2.106	-3.491	0.226	0.141	0.008
O	28.563	-4.699	-4.365	-0.041	0.012	-0.036
O	28.04	0.289	-0.023	0.037	0.233	0.199
O	24.014	-5.718	-1.765	-0.077	0.383	0.44
O	32.614	-7.952	24.139	-0.353	0.144	-0.057
O	-31.826	-1.506	24.704	0.271	-0.395	0.313
O	-25.808	5.051	-5.238	-0.146	-0.31	-0.304
O	-30.363	6.683	-5.284	-0.173	-0.258	0.034
O	-26.778	-3.386	-2.359	0.07	-0.326	0.21
O	-26.159	7.26	-0.163	0.359	-0.384	-0.019
O	-10.015	-3.952	-3.442	0.144	-0.477	0.436
O	-24.352	6.073	-3.288	-0.58	0.018	0.012
O	-26.258	-7.298	24.64	-0.013	-0.259	0.323
O	-14.555	-7.256	0.378	0.13	-0.265	-0.06
O	-27.649	1.371	-4.219	0.038	-0.146	-0.586
O	-26.868	0.819	-1.737	-0.112	0.485	-0.023
O	-19.628	-7.19	-2.7	0.019	0.062	-0.105
O	8.34	5.51	-0.71	0.128	0.242	-0.341
O	-15.884	1.845	26.52	0.049	-0.325	-0.016
O	16.036	4.908	0.483	-0.361	-0.027	-0.059
O	-29.22	3.777	-1.058	-0.049	-0.174	0.525
O	-21.931	-5.844	-2.034	-0.188	-0.555	-0.112
O	-14.972	-7.149	-2.131	0.039	0.376	0.328
O	-30.671	-4.49	-3.824	-0.473	-0.361	-0.397
O	-16.314	-0.128	-4.098	-0.496	-0.048	0.085
O	-26.09	7.547	-5.628	0.001	0.108	0.582
O	-20.453	-5.139	27.406	0.362	0.173	-0.152
O	27.14	-4.694	26.818	0.111	-0.275	0.199
O	-15.942	3.441	-2.587	-0.071	-0.278	-0.064
O	-22.302	4.092	-1.459	-0.672	-0.201	-0.051
O	30.358	-3.739	-1.992	-0.123	0.252	-0.358
O	-23.089	8.236	-4.103	0.169	-0.099	-0.062
O	-28.427	-6.837	26.058	-0.333	-0.295	0.108
O	19.825	8.068	-0.437	0.074	0.326	0.102
O	-20.954	-1.908	-4.144	0.229	0.313	-0.097
O	-15.279	-2.495	25.094	0.371	0.165	-0.249
O	-4.59	5.023	-0.014	-0.088	-0.17	-0.046
O	-9.304	0.31	-3.771	0.426	-0.16	-0.347
O	-7.962	3.77	-3.061	-0.108	0.177	0.65
O	-17.333	7.951	-3.725	-0.105	-0.034	0.204
O	-5.787	-7.651	24.124	-0.255	0.213	-0.151
O	-14.878	-4.966	25.872	0.565	0.207	0.042
O	6.391	6.468	-4.907	0.09	0.311	0.377
O	10.39	6.065	-2.099	-0.114	0.063	-0.427
O	-6.233	-4.972	27.39	-0.091	-0.056	-0.137
O	-3.713	2.299	25.922	0.274	-0.304	-0.111
O	-18.498	7.057	-1.588	-0.587	0.052	0.247
O	-10.583	0.273	-0.037	-0.403	-0.01	0.679
O	-1.449	3.141	25.165	0.025	-0.273	0.039
O	-27.992	6.305	-4.249	0.13	0.038	0.687
O	18.961	-3.922	-3.647	0.334	0.245	-0.028
O	-7.405	-7.32	-3.595	0.322	-0.469	-0.098
O	2.107	1.695	-1.92	-0.323	-0.221	0.121
O	10.175	-5.711	0.019	-0.081	0.085	-0.4
O	-9.098	-6.579	-1.728	-0.222	0.227	-0.509
O	-1.67	2.956	-4.305	-0.432	-0.048	0.215
O	-7.517	-4.6	-3.952	0.638	0.375	0.329
O	-26.61	3.668	-0.359	0.252	-0.392	-0.332
O	-5.471	-2.486	26.659	0.368	0.222	0.584
O	-20.781	1.837	-1.419	0.483	0.17	0.136
O	-2.048	6.636	24.447	0.057	-0.151	0.109
O	-1.871	-2.617	-2.553	0.164	0.6	0.174
O	-0.208	-6.592	-3.816	0.262	0.173	0.322
O	9.75	6.444	26.328	0.437	0.35	0.103
O	14.243	4.781	-2.508	-0.087	-0.397	0.541
O	-2.864	-6.705	26.213	0.558	0.367	-0.154
O	-4.553	-0.74	-4.324	-0.084	-0.299	-0.293
O	-4.488	-0.073	26.673	0.421	-0.412	0.079
O	19.736	-3.698	-1.196	0.678	-0.015	-0.291
O	16.446	0.213	-1.749	-0.376	-0.101	-0.156
O	2.181	-5.965	-2.398	-0.695	0.104	-0.221
O	20.964	7.331	25.963	-0.138	-0.084	0.104
O	-27.977	0.889	26.552	0.041	-0.277	0.6
O	-30.425	0.361	26.633	0.086	-0.629	0.277
O	2.411	5.288	-3.762	0.32	0.234	-0.062
O	-22.114	-3.206	-2.17	0.284	-0.088	-0.036
O	-17.282	4.899	-0.756	-0.394	-0.065	0.231
O	6.68	1.326	25.088	-0.051	0.68	0.142
O	24.332	8.003	-1.968	0.076	-0.051	0.08
O	1.301	-7.937	-5.594	-0.331	-0.143	-0.562
O	28.017	-5.739	-2.009	0.409	-0.307	-0.147
O	-23.19	-4.537	-0.162	-0.173	-0.336	-0.113
O	3.506	-7.296	-4.329	0.37	-0.257	0.246
O	16.808	2.803	-0.984	-0.434	0.235	-0.486
O	8.4	-0.24	26.315	-0.298	-0.055	0.288
O	-2.519	-2.061	-5.08	-0.038	-0.488	-0.211
O	5.549	-4.414	-0.358	0.521	-0.048	-0.321
O	-9.998	5.293	-3.972	-0.232	-0.066	0.219
O	13.865	-4.264	-2.978	0.355	-0.206	0.109
O	-3.917	-3.862	-1.298	-0.113	-0.263	0
O	2.428	8.228	0.868	-0.072	-0.22	-0.369
O	-4.527	0.228	-1.953	0.703	-0.301	0.303
O	-11.065	6.814	-2.186	0.392	0.084	-0.125
O	2.084	3.088	0.341	0.16	-0.407	0.314
O	-30.51	-2.189	0.695	0.491	0.092	-0.352
O	-27.735	-4.639	27.277	0.181	0.488	0.066
O	14.28	1.097	27.33	-0.229	-0.048	-0.594
O	-16.975	2.271	-0.549	-0.174	-0.282	-0.372
O	13.379	-1.713	26.153	0.371	0.268	-0.319
O	-3.832	7.882	-4.574	-0.211	-0.496	-0.167
O	9.376	3.652	-2.127	-0.252	-0.497	0.33
O	3.627	3.835	-1.712	0.056	-0.088	-0.592
O	17.471	0.628	-5.093	-0.578	0.008	0.529
O	-29.51	6.03	26.4	0.067	0.052	-0.435
O	6.288	5.559	26.533	-0.118	-0.307	0.348
O	21.861	-5.749	26.806	-0.318	0.393	-0.119
O	-14.349	-0.225	24.457	0.564	0.098	0.272
O	9.164	-2.825	25.94	-0.375	-0.123	0.074
O	26.638	-1.491	-5.266	0.095	0.096	0.552
O	16.007	-6.333	-2.937	-0.452	-0.519	0.104
O	26.066	-4.641	-3.247	0.019	0.575	0.251
O	10.095	-5.304	25.61	0.15	-0.201	0.037
O	-8.431	3.913	-5.584	-0.345	0.493	-0.632
O	20.151	7.262	-2.937	0.293	-0.214	-0.143
O	12.267	0.156	-0.928	0.112	-0.048	-0.384
O	28.43	6.559	-1.064	0.446	0.386	0.226
O	10.772	4.539	0.032	0.07	0.104	-0.197
O	25.469	6.843	-4	-0.294	0.328	-0.283
O	-17.14	-4.499	-2.622	-0.104	-0.461	0.081
O	-15.212	-0.824	-1.773	0.329	0.671	0.289
O	17.814	-2.001	-2.186	0.301	0.395	-0.351
O	2.874	0.123	-3.945	-0.039	0.178	-0.373
O	-27.787	5.837	-1.438	0.07	0.089	-0.586
O	-10.594	-4.877	-0.45	0.428	0.161	0.06
O	24.226	3.706	-4.503	-0.826	-0.168	-0.304
O	-30.238	-4.816	26.35	0.012	0.469	0.588
O	-22.593	-3.811	24.622	0.396	-0.162	0.439
O	27.9	6.008	-3.691	-0.023	-0.357	0.225
O	-1.58	-3.643	-0.108	0.646	0.144	-0.123
O	25.819	3.483	-2.473	0.149	0.421	0.234
O	29.656	-1.703	-0.369	-0.01	0.192	-0.46
O	-1.214	3.713	-0.768	-0.159	-0.103	-0.352
O	-28.23	-1.383	-1.317	-0.241	-0.262	0.402
O	-22.752	6.015	0.317	-0.111	-0.248	-0.08
O	5.692	-7.055	0.014	0.571	-0.061	-0.351
O	-13.437	5.297	23.75	-0.103	-0.017	-0.186
O	-31.729	3.666	-1.645	-0.34	-0.392	-0.349
O	18.292	-2.305	26.665	0.16	-0.182	0.436
O	-27.172	7.179	26.448	0.383	0.098	0.5
O	10.9	-0.869	25.882	-0.003	0.539	-0.067
O	-22.43	0.63	0.28	-0.336	-0.379	-0.056
O	-31.63	-4.607	0.902	0.095	-0.278	0.076
O	16.679	2.795	26.26	-0.608	0.146	0.265
O	16.402	-1.695	0.041	-0.389	-0.1	0.117
O	-15.024	6.83	-4.908	0.057	-0.199	0.006
O	-6.569	-7.169	-1.136	-0.092	0.197	0.547
O	23.64	2.249	26.769	0.356	-0.383	-0.33
O	-25.604	-0.096	25.94	-0.36	-0.256	0.299
O	-31.558	4.53	27.009	-0.151	-0.17	0.472
O	-26.308	-5.439	-3.931	0.153	-0.33	0.047
O	-29.028	-2.502	-3.584	-0.383	-0.035	0.01
O	-24.72	-2.606	0.794	0.016	0.092	-0.268
O	-24.479	8.023	26.906	-0.221	0.341	-0.231
O	-32.338	-4.337	24.578	-0.095	0.435	-0.015
O	24.244	-1.23	-4.296	-0.144	0.59	0.03
O	12.664	-7.991	24.712	-0.146	0.314	0.488
O	-2.578	5.571	-4.372	-0.413	-0.104	0.515
O	-24.279	8.243	-1.763	0.27	0.51	-0.014
O	-19.584	-4.789	-1.773	0.009	0.158	0.511
O	1.691	-3.809	-0.869	-0.54	0.056	0.116
O	19.349	2.479	-5.103	-0.118	-0.138	-0.452
O	-12.289	-3.798	-2.231	-0.602	-0.045	-0.055
O	-4.719	6.522	24.959	-0.009	-0.326	-0.3
O	28.731	-6.847	0.157	0.195	-0.283	-0.33
O	17.186	-4.393	-1.667	-0.296	0.293	0.284
O	-26.912	-1.056	-3.561	0.107	-0.222	-0.659
O	-5.608	1.271	0.188	0.224	-0.582	-0.043
O	-4.371	-1.696	0.089	0.271	0.249	-0.262
O	-13.417	7.276	-1.196	-0.317	-0.399	-0.218
O	23.847	5.386	-2.557	-0.83	0.125	-0.073
O	17.106	-5.103	-5.052	-0.423	0.52	-0.342
O	15.046	7.128	-3.388	-0.234	0.475	-0.139
O	19.647	-0.384	25.538	0.408	-0.215	-0.213
O	-21.741	-2.925	26.939	0.039	0.209	0.313
O	-9.271	3.94	24.536	0.274	0.053	0.367
O	-5.995	3.369	-4.663	0.474	-0.32	-0.251
O	20.588	-0.351	-1.577	-0.052	-0.625	0.278
O	-30.247	-3.888	-1.251	0.341	0.263	-0.249
O	-10.244	2.714	-4.109	-0.235	0.071	-0.259
O	-8.327	4.891	-0.693	0.036	-0.017	-0.46
O	-4.599	-6.688	-2.819	0.062	0.387	0.1
O	-24.765	3.443	-3.519	-0.367	0.174	0.719
O	26.416	2.295	-4.705	0.362	-0.514	-0.295
O	-8.6	-0.631	-1.419	0.286	0.146	0.196
O	7.715	-2.155	-2.047	-0.267	0.029	0.32
O	-3.351	2.222	-1.084	0.04	0.308	-0.73
O	-25.794	-6.499	-0.059	0.136	0.349	-0.562
O	0.872	2.572	26.589	0.421	-0.576	-0.329
O	8.051	-0.393	-0.096	0.45	0.559	0.103
O	2.745	2.681	-4.231	-0.025	-0.177	-0.119
O	-14.937	3.923	-0.138	0.194	0.111	-0.372
O	21.938	-7.42	-1.682	-0.37	0.3	-0.038
O	-5.594	-2.114	-2.223	-0.547	-0.401	-0.222
O	-14.823	-5.053	-3.567	0.539	0.203	-0.533
O	11.06	4.179	26.521	-0.175	-0.385	0.11
O	-23.408	-1.501	25.509	0.034	0.107	0.207
O	-12.886	-6.823	25.726	0.232	0.053	0.41
O	-25.022	4.189	26.26	0.132	0.028	0.02
O	20.815	2.257	-1.435	0.038	0.49	-0.014
O	-1.013	6.298	0.067	0.065	0.248	-0.216
O	-6.786	0.027	-3.229	-0.041	0.217	-0.11
O	-32.357	2.074	26.34	-0.666	0.088	-0.266
O	1.411	-1.298	-0.157	-0.017	0.228	-0.392
O	-10.262	7.812	-4.615	0.289	-0.302	0.334
O	4.118	1.697	-0.221	0.417	-0.121	-0.408
O	5.576	0.101	1.017	-0.062	0.047	-0.159
O	8.443	2.753	1.134	-0.176	-0.085	-0.779
O	-10.189	-3.007	26.654	0.619	-0.338	-0.045
O	-15.145	-3.413	-1.305	0.153	-0.283	0.389
O	-5.551	5.04	-2.589	0.131	0.091	-0.17
O	3.866	-2.372	-0.289	0.144	0.566	0.122
O	-19.764	6.832	-3.881	-0.507	-0.383	0.379
O	-31.875	6.022	-0.392	0.626	-0.056	0.247
O	4.56	-2.085	-4.002	0.393	0.419	0.005
O	10.922	-7.761	-1.353	-0.099	0.194	-0.159
O	-13.781	-0.648	-3.98	0.075	0.251	0.214
O	19.482	-6.18	-4.993	0.166	-0.072	0.636
O	12.465	-2.228	-2.021	-0.428	-0.238	-0.476
O	7.215	4.425	-3.546	-0.072	0.061	0.051
O	13.68	3.622	26.561	0.388	0.116	0.158
O	5.826	8.122	26.403	0.463	0.425	0.199
O	6.926	0.304	-4.922	-0.473	-0.352	0.247
O	13.858	-3.799	-0.438	-0.309	0.481	0.195
O	12.544	2.614	0.285	0.171	0.104	-0.6
O	-12.464	1.99	-0.108	-0.209	0.235	-0.26
O	-4.278	-6.592	-0.196	0.09	0.206	-0.013
O	31.678	4.097	0.089	-0.509	0.177	0.312
O	25.786	-5.144	24.531	-0.362	-0.369	0.055
O	23.299	2.871	-2.122	0.286	-0.364	0.592
O	12.307	3.429	24.373	0.413	-0.255	0.146
O	17.749	-6.826	-1.058	0.463	0.045	-0.325
O	21.785	-1.7	-3.534	-0.428	-0.367	-0.135
O	18.326	-3.334	0.874	-0.275	-0.199	0.154
O	2.869	-0.68	24.288	0.605	0.039	-0.289
O	-17.427	1.888	24.417	0.204	0.679	0.057
O	25.813	1.723	-0.011	0.215	0.34	-0.227
O	-20.027	-6.722	25.351	-0.557	-0.348	0.29
O	21.701	6.366	-1.004	0.163	-0.071	-0.394
O	-10.039	2.776	-0.931	-0.175	0.018	-0.237
O	-23.109	4.628	-5.147	0.469	0.518	-0.375
O	-28.668	0.872	0.148	-0.062	0.129	-0.247
O	23.558	7.185	26.161	-0.032	0.357	-0.296
O	26.562	-5.242	0.163	-0.079	-0.564	0.046
O	12.764	-6.11	27.243	-0.323	-0.113	-0.671
O	5.258	2.502	26.908	0.024	0.573	0.007
O	4.751	4.344	-4.696	0.267	-0.435	-0.209
O	27.369	4.785	0.478	-0.526	-0.204	-0.224
O	-32.352	-0.289	1.166	-0.135	0.011	-0.299
O	-15.267	-7.485	26.707	-0.183	0.26	0.432
O	-20.05	4.171	24.848	-0.025	-0.174	0.199
O	-22.097	6.684	-2.074	0.295	0.203	-0.274
O	6.754	6.951	0.628	0.537	0.052	0.348
O	-15.555	4.294	27.268	0.308	0.269	0.179
O	31.408	-3.456	0.353	0.019	0.111	0.058
O	-21.576	-0.677	-1.863	0.098	-0.087	-0.003
O	25.741	-0.812	-0.61	0.279	-0.128	-0.188
O	-16.785	-3.607	26.875	-0.017	0.461	0.145
O	12.794	5.79	25.315	-0.515	0.002	-0.38
O	31.406	1.461	0.199	-0.254	-0.483	-0.669
O	12.805	6.991	-2.125	-0.12	0.394	0.342
O	-10.72	-2.233	-0.971	0.112	0.099	-0.403
O	27.607	-2.191	26.236	-0.133	0.719	0.037
O	8.212	-5.682	27.362	-0.279	0.363	-0.126
O	-26.478	-0.6	0.464	0.25	0.417	-0.051
O	9.658	-6.374	-4.323	-0.575	-0.388	0.338
O	-15.234	2.113	-4.838	0.326	-0.046	-0.164
O	-24.578	2.295	0.699	-0.142	0.008	-0.219
O	-19.08	3.076	0.75	0.009	-0.237	-0.209
O	16.337	-0.499	26.631	0.012	0.374	-0.049
O	-10.77	3.464	26.573	-0.538	-0.063	-0.12
O	8.507	2.264	-4.221	0.227	-0.017	-0.42
O	28.893	-4.216	0.052	-0.11	0.12	0.491
O	31.163	-4.214	-4.295	0.56	0.156	-0.448
O	17.101	3.809	23.979	-0.282	0.27	0.384
O	-18.05	-5.801	27.086	0.408	-0.333	-0.191
O	-15.582	-2.593	-3.715	-0.174	-0.065	-0.504
O	30.775	-6.319	-2.741	-0.261	0.122	-0.09
O	2.912	-4.867	26.466	-0.523	-0.33	0.381
O	-23.984	8.241	0.87	0.172	0.43	0.16
O	-7.175	7	25.955	-0.185	-0.103	-0.247
O	-13.988	6.601	26.894	0.369	-0.142	-0.529
O	-0.977	-4.161	-4.443	0.267	-0.087	-0.254
O	26.293	-7.118	26.283	-0.348	-0.269	-0.236
O	-3.122	4.916	26.125	-0.228	-0.192	0.247
O	-4.637	7.336	-1.431	0.33	-0.119	-0.267
O	8.044	0.379	-2.505	-0.255	0.607	0.422
O	-2.722	-6.059	-4.546	0.091	0.13	-0.383
O	14.913	6.791	-0.775	-0.285	0.26	0.282
O	-9.125	-6.165	-5.156	-0.057	0.686	0.16
O	-16.392	-5.261	0.817	-0.075	-0.104	-0.32
O	-8.215	7.248	-1.765	-0.326	-0.135	-0.018
O	29.323	3.076	0.404	-0.216	-0.536	-0.404
O	-15.953	7.121	-0.837	0.388	-0.313	0.122
O	-2.041	0.398	-4.221	-0.195	0.112	0.422
O	-29.948	7.559	-2.903	-0.568	-0.081	0.253
O	-31.868	7.098	26.385	0.346	0.099	0.206
O	-7.887	2.571	0.501	-0.063	0.041	-0.196
O	30.594	2.605	-1.87	0.195	-0.388	-0.132
O	10.085	-1.141	-1.667	0.162	-0.212	-0.254
O	-28.467	-6.823	-3.853	-0.063	-0.231	-0.187
O	-27.458	3.675	-2.918	0.619	0.338	-0.341
O	3.848	-4.554	24.11	0.181	-0.097	0.039
O	-13.114	-6.94	-4.054	0.248	-0.391	0.534
O	15.1	-2.083	-2.146	-0.035	0.255	-0.228
O	-18.551	-2.451	-1.713	-0.155	0.528	-0.43
O	8.483	4.274	25.673	-0.023	-0.479	-0.235
O	-18.479	1.357	26.754	-0.413	-0.201	-0.085
O	-28.326	-4.59	24.684	-0.043	-0.148	0.037
O	26.406	4.865	-5.515	-0.007	-0.111	-0.374
O	8.713	-7.602	25.516	-0.36	0.153	-0.102
O	18.206	1.804	-2.905	-0.059	0.452	-0.125
O	2.31	-2.093	-5.219	0.169	-0.092	-0.466
O	26.003	6.064	-1.499	-0.214	-0.303	0.179
O	-30.156	5.037	-3.257	-0.336	0.117	-0.068
O	25.817	3.081	25.513	0.243	0.277	-0.037
O	-11.427	1.126	-2.388	-0.749	-0.117	-0.175
O	15.96	-3.097	25.942	-0.081	0.07	0.378
O	13.045	5.026	1.405	0.269	0.067	-0.458
O	16.379	-7.679	-5.092	-0.031	-0.054	-0.222
O	-14.161	4.444	-4.169	0.427	-0.251	0.45
O	11.059	7.818	-3.918	-0.125	-0.36	-0.395
O	13.544	2.555	-4.066	0.217	-0.097	0.597
O	5.645	4.843	-0.471	0.083	-0.557	0.204
O	-32.466	-6.155	26.485	-0.475	-0.639	-0.152
O	-25.154	0.809	-3.779	0.253	-0.163	-0.139
O	-0.074	-1.701	-4.431	0.061	0.506	0.499
O	23.602	-3.674	-3.434	-0.339	-0.157	-0.108
O	-11.431	-7.377	-0.715	-0.231	0.205	-0.18
O	0.577	5.181	-1.822	0.21	-0.167	-0.251
O	-7.02	-0.463	25.925	-0.453	-0.17	0.385
O	32.111	7.903	-1.775	0.399	-0.105	-0.123
O	-1.817	-5.219	-2.202	0.217	-0.599	0.268
O	-19.887	6.3	26.413	-0.101	0.018	-0.319
O	5.097	5.893	-2.706	0.048	0.509	-0.063
O	-11.63	0.509	-4.894	-0.179	0.488	-0.229
O	19.308	7.539	-5.396	0.258	-0.172	-0.555
O	-24.309	-4.579	-2.54	-0.225	-0.229	-0.29
O	-28.461	-4.505	-5.199	0.36	0.055	-0.625
O	30.695	3.077	-4.366	0.362	-0.042	0.13
O	23.296	-6.475	24.642	0.537	-0.2	0.145
O	9.741	4.471	-4.555	-0.154	0.396	-0.16
O	29.906	4.633	23.68	-0.155	0.106	0.327
O	3.804	-4.622	-3.959	-0.383	0.276	-0.16
O	19.772	-0.004	-4.092	-0.081	-0.422	-0.373
O	-16.671	6.621	27.228	-0.241	0.378	0.143
O	9.34	-3.412	0.87	-0.513	0.349	-0.049
O	12.647	-4	-5.261	0.086	0.47	0.045
O	10.555	0.958	0.796	-0.045	-0.432	-0.083
O	11.118	-1.952	-5.331	-0.164	-0.174	0.396
O	3.388	6.235	-0.649	-0.371	-0.115	-0.27
O	9.434	-0.183	-4.625	-0.184	-0.526	0.363
O	-30.295	-6.35	-2.009	0.1	-0.079	0.193
O	26.511	-2.755	23.86	-0.217	0.491	-0.196
O	29.932	5.577	27.245	0.465	-0.178	-0.654

Results
total energy: -392133.982 eV
total energy less fixed offsets of O -438.25, Si -107.07 eV per atom: 16.568 eV
